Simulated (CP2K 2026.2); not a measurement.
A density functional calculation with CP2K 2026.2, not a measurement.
Periodic cell of 3024 atoms, Si2160O864, from a study of silicon, its oxide and their interface. The atomic structure is a simulated model.
Doubt: the forces sum to 2.31 eV/angstrom along one axis rather than to zero, so they err by at least 0.0008 eV/angstrom per atom on average; the grid cutoff is modest.

Settings
functional: PBE
method: Gaussian and plane waves
basis set: DZVP-MOLOPT-SR-GTH
pseudopotentials: GTH-PBE
grid cutoff: 300 Ry, relative cutoff 40 Ry
k points: Gamma only
occupations: fixed
spin: none
net charge: 0

Cell vectors (angstrom)
a 97.92 0 0
b 0 16.32 0
c 2.7657 7.8701 33.17

Atoms: element, x, y, z (angstrom)
Si 1.047 -1.17 0.034
Si 3.681 1.633 -0.023
Si 1.339 3.623 0.34
Si 3.799 6.319 -0.075
Si 0.973 -6.251 0.057
Si 4.362 -4.348 -0.07
Si 7.152 -1.599 0
Si 9.575 1.284 0.005
Si 6.297 4.416 -0.05
Si 9.592 6.679 0.029
Si 6.491 9.628 0.034
Si -6.915 -4.126 0.142
Si -3.579 -2.114 -0.2
Si -1.179 0.997 0.004
Si -4.264 4.267 -0.044
Si -1.23 7.065 0.044
Si -3.576 -7.156 -0.039
Si -1.293 -4.155 0.302
Si 2.657 -0.025 1.304
Si 5.311 2.74 1.274
Si 2.517 5.275 1.521
Si 5.127 8.055 1.144
Si 2.676 -5.286 1.313
Si 5.442 -2.694 1.217
Si 8.121 0.049 1.353
Si -5.525 2.697 1.15
Si 7.95 5.523 1.254
Si -5.256 8.119 1.269
Si 8.066 10.816 1.371
Si -5.254 -2.939 1.27
Si -2.767 -0.257 1.147
Si -0.121 2.413 1.571
Si -2.543 5.383 1.166
Si 0.062 8.341 1.447
Si -2.667 -5.585 1.468
Si 0.007 -2.672 1.49
Si 1.35 1.19 2.848
Si 4.005 4.002 2.786
Si 1.315 6.839 2.748
Si 3.945 9.502 2.602
Si 1.411 -3.996 2.782
Si 4.07 -1.368 2.609
Si 6.702 1.395 2.632
Si 9.374 4.141 2.597
Si 6.611 6.865 2.618
Si 9.446 9.544 2.734
Si 6.733 12.256 2.669
Si -6.647 -1.419 2.544
Si -4.12 1.254 2.461
Si -1.39 4.013 2.684
Si -3.927 6.716 2.617
Si -1.319 -6.819 2.884
Si -4.052 -4.229 2.769
Si -1.438 -1.379 2.754
Si -0.062 -0.094 4.158
Si 2.671 2.645 4.136
Si -0.049 5.413 4.045
Si 2.694 8.168 4.08
Si 0.045 -5.393 4.125
Si 2.758 -2.664 4.097
Si 5.389 0.006 4
Si 8.088 2.746 3.991
Si 5.381 5.441 4.046
Si 8.037 8.168 4.018
Si 5.356 10.86 3.98
Si 8.11 -2.703 4.031
Si -5.399 -0.041 3.966
Si -2.797 2.632 3.941
Si -5.395 5.381 3.937
Si -2.699 8.075 4.108
Si -5.443 -5.541 4.082
Si -2.732 -2.795 4.09
Si 1.352 -1.384 16.246
Si 4.082 1.352 16.252
Si 1.371 4.088 16.2
Si 4.051 6.809 16.225
Si 1.33 -6.785 16.27
Si 4.038 -4.066 16.266
Si 6.749 -1.362 16.278
Si -6.821 1.37 16.259
Si 6.771 4.072 16.263
Si -6.785 6.801 16.314
Si 6.766 9.506 16.266
Si -6.788 -4.089 16.301
Si -4.092 -1.391 16.241
Si -1.371 1.354 16.209
Si -4.11 4.094 16.263
Si -1.355 6.856 16.243
Si -4.083 9.525 16.321
Si -1.381 -4.114 16.284
Si 2.75 -0.051 17.584
Si 5.391 2.75 17.622
Si 2.673 5.483 17.569
Si 5.414 8.125 17.601
Si 2.689 -5.429 17.621
Si 5.374 -2.708 17.645
Si 8.075 0.044 17.613
Si -5.5 2.749 17.62
Si 8.132 5.387 17.658
Si -5.457 8.186 17.688
Si 8.096 10.885 17.622
Si -5.415 -2.734 17.648
Si -2.742 0.001 17.544
Si 0.044 2.691 17.512
Si -2.727 5.497 17.542
Si -0.029 -8.109 17.659
Si -2.721 -5.45 17.705
Si -0.004 -2.75 17.599
Si 1.395 1.322 18.873
Si 3.995 4.137 18.93
Si 1.368 6.855 18.962
Si 4.085 -6.797 18.933
Si 1.333 -4.089 19.01
Si 4.039 -1.369 19.059
Si 6.703 1.385 19.011
Si -6.773 4.096 19.099
Si 6.726 6.724 18.97
Si -6.862 9.551 19.045
Si 6.729 -4.075 18.973
Si 9.48 -1.327 18.89
Si -4.119 1.362 18.866
Si -1.291 4.13 18.76
Si -4.038 6.83 18.98
Si -1.356 -6.785 19.109
Si -4.083 -4.081 19.062
Si -1.378 -1.35 18.877
Si 0.043 -0.053 20.185
Si 2.628 2.77 20.237
Si -0.032 5.485 20.212
Si 2.752 8.182 20.319
Si 0.018 -5.411 20.467
Si 2.687 -2.752 20.414
Si 5.276 0.107 20.414
Si 8.071 2.656 20.461
Si 5.349 5.403 20.361
Si 8.053 8.121 20.283
Si 5.408 -5.449 20.344
Si 8.013 -2.572 20.204
Si -5.376 0.037 20.321
Si -2.683 2.763 19.997
Si -5.327 5.453 20.382
Si -2.757 -8.139 20.443
Si -5.551 -5.38 20.421
Si -2.663 -2.656 20.322
Si 1.082 -1.579 21.659
Si 4.014 1.665 21.733
Si 0.985 3.846 21.496
Si 4.298 7.05 21.677
Si 1.673 -6.587 21.687
Si 3.847 -4.348 21.712
Si 6.955 -0.98 21.6
Si -6.909 1.126 21.7
Si 6.35 3.747 21.695
Si -6.464 7.067 21.659
Si 6.528 -7.051 21.641
Si 9.489 -3.64 21.604
Si -4.205 -1.501 21.65
Si -1.191 1.571 21.26
Si -3.648 4.226 21.493
Si -1.569 6.514 21.62
Si -4.381 -6.93 21.689
Si -1.145 -3.756 21.701
Si 0.168 0.806 -6.64
Si -1.465 -1.687 25.754
Si 11.175 -6.299 24.492
Si -2.056 5.762 -5.859
Si 3.738 3.72 25.96
Si -6.29 5.596 24.19
Si 4.886 -3.89 24.613
Si -1.066 0.848 24.069
Si -2.602 2.834 -2.229
Si -3.364 -6.765 -2.958
Si 6.473 -1.295 24.593
Si 0.045 3.947 -2.455
Si -0.33 -7.828 23.515
Si -2.15 -1.004 -5.657
Si -8.262 1.588 -3.179
Si -8.379 -1.995 -2.62
Si -5.247 2.785 23.68
Si 1.278 4.473 24.567
Si -1.874 -7.303 25.875
Si 3.538 0.887 -3.014
Si 3.436 6.343 24.659
Si -7.235 -4.675 -2.785
Si 1.201 6.52 -2.064
Si -0.328 -7.878 -6.248
Si 0.166 3.763 -6.555
Si 4.241 -3.485 -3.078
Si 6.913 -6.113 24.602
Si -2.402 -5.71 23.582
Si -9.025 -7.217 -2.972
Si 2.402 -6.921 -6.833
Si -11.293 3.651 -7.034
Si -5.434 -0.753 -2.067
Si 1.479 2.305 -4.426
Si 6.076 0.802 -7.088
Si -7.071 6.845 -3.013
Si 7.864 2.785 -2.255
Si -4.043 -2.909 -7.024
Si 6.295 0.849 -4.187
Si -3.464 1.471 25.77
Si -8.3 -0.533 -5.187
Si -3.871 0.812 -4.223
Si -5.127 -4.999 -4.924
Si 1.892 0.506 23.821
Si -4.106 -1.42 24.729
Si 1.851 -1.708 -2.84
Si 7.082 -7.798 -4.968
Si -0.174 -3.123 -4.623
Si -3.75 6.541 25.602
Si 1.858 -7.106 -2.828
Si 4.333 -6.288 -4.438
Si 9.384 -1.533 25.715
Si -0.71 -5.929 -3.96
Si -4.261 7.013 -4.479
Si 6.916 -1.739 -2.998
Si 1.344 -1.4 5.482
Si 4.06 1.314 5.443
Si 1.317 4.067 5.416
Si 4.049 6.802 5.418
Si 1.353 9.514 5.454
Si 4.067 12.225 5.405
Si 6.754 -1.342 5.374
Si 9.468 1.405 5.366
Si 6.758 4.092 5.391
Si 9.397 6.82 5.404
Si 6.726 9.545 5.38
Si 9.479 -4.045 5.389
Si -4.083 -1.387 5.391
Si -1.416 1.354 5.392
Si -4.109 3.999 5.344
Si -1.37 6.728 5.462
Si -4.076 -6.879 5.43
Si -1.353 -4.089 5.469
Si 2.695 -0.017 6.808
Si 5.416 2.716 6.757
Si 2.686 5.433 6.763
Si 5.407 8.169 6.765
Si 2.712 10.879 6.789
Si 5.423 -2.721 6.75
Si 8.122 0.021 6.726
Si 10.822 2.741 6.754
Si 8.096 5.442 6.778
Si 10.81 -8.133 6.73
Si 8.117 -5.426 6.732
Si 10.842 -2.678 6.739
Si -2.739 -0.023 6.761
Si -0.051 2.708 6.76
Si -2.758 5.357 6.752
Si -0.013 8.129 6.783
Si -2.723 -5.486 6.772
Si -0.006 -2.75 6.835
Si 1.322 1.36 8.124
Si 4.05 4.073 8.113
Si 1.344 6.782 8.139
Si 4.061 9.517 8.137
Si 1.352 -4.11 8.164
Si 4.062 -1.384 8.133
Si 6.777 1.363 8.112
Si 9.475 4.091 8.12
Si 6.754 6.808 8.128
Si 9.466 -6.784 8.104
Si 6.777 -4.072 8.112
Si 9.476 -1.336 8.098
Si -4.095 1.332 8.118
Si -1.392 4.048 8.138
Si -4.086 6.74 8.121
Si -1.373 -6.835 8.135
Si -4.072 -4.108 8.121
Si -1.377 -1.362 8.138
Si -0.022 -0.002 9.491
Si 2.69 2.718 9.474
Si -0.026 5.421 9.481
Si 2.702 8.15 9.488
Si -0.02 -5.471 9.493
Si 2.706 -2.733 9.497
Si 5.421 -0.005 9.468
Si 8.129 2.722 9.474
Si 5.401 5.439 9.476
Si 8.122 -8.15 9.473
Si 5.421 -5.435 9.477
Si 8.134 -2.71 9.464
Si -5.441 -0.026 9.483
Si -2.743 2.689 9.491
Si -5.447 5.4 9.482
Si -2.737 8.12 9.475
Si -5.436 -5.469 9.469
Si -2.731 -2.736 9.482
Si 1.341 -1.367 10.835
Si 4.058 1.355 10.819
Si 1.336 4.071 10.84
Si 4.058 6.796 10.845
Si 1.342 9.502 10.845
Si 4.064 -4.087 10.845
Si 6.775 -1.361 10.829
Si 9.489 1.365 10.827
Si 6.771 4.081 10.824
Si 9.481 -9.515 10.824
Si 6.766 -6.798 10.837
Si 9.48 -4.076 10.829
Si -4.087 -1.382 10.845
Si -1.38 1.346 10.855
Si -4.091 4.057 10.848
Si -1.377 6.782 10.839
Si -4.088 9.492 10.829
Si -1.375 -4.096 10.833
Si 2.702 -0.002 12.179
Si 5.423 2.711 12.174
Si 2.699 5.432 12.191
Si 5.413 8.162 12.201
Si 2.698 10.872 12.19
Si 5.421 -2.722 12.192
Si 8.136 -0.003 12.182
Si 10.837 2.724 12.192
Si 8.125 5.445 12.182
Si 10.837 -8.164 12.187
Si 8.12 -5.439 12.191
Si 10.832 -2.721 12.194
Si -2.734 -0.021 12.206
Si -0.023 2.717 12.203
Si -2.74 5.434 12.197
Si -0.024 8.149 12.192
Si -2.738 -5.454 12.181
Si -0.017 -2.735 12.183
Si 1.348 1.352 13.54
Si 4.074 4.071 13.529
Si 1.342 6.799 13.538
Si 4.052 9.525 13.554
Si 1.336 -4.091 13.541
Si 4.059 -1.358 13.536
Si 6.782 1.356 13.537
Si 9.477 4.088 13.545
Si 6.777 6.799 13.552
Si 9.466 -6.818 13.54
Si 6.765 -4.084 13.559
Si 9.472 -1.365 13.555
Si -4.094 1.345 13.557
Si -1.383 4.086 13.554
Si -4.086 6.8 13.561
Si -1.381 9.52 13.539
Si -4.089 -4.105 13.555
Si -1.371 -1.389 13.548
Si -0.007 -0.023 14.886
Si 2.728 2.707 14.88
Si -0.019 5.457 14.894
Si 2.681 8.172 14.899
Si -0.027 -5.446 14.9
Si 2.699 -2.728 14.879
Si 5.425 -0.004 14.889
Si 8.128 2.724 14.897
Si 5.419 5.434 14.896
Si 8.134 8.143 14.926
Si 5.405 10.88 14.922
Si 8.112 -2.72 14.919
Si -5.455 -0.008 14.917
Si -2.75 2.727 14.901
Si -5.457 5.449 14.911
Si -2.741 8.188 14.91
Si -5.434 -5.452 14.94
Si -2.725 -2.754 14.907
Si 17.37 -1.085 -0.046
Si 20.272 1.846 -0.145
Si 17.819 3.816 0.265
Si 20.62 6.566 0.071
Si 17.388 -6.47 0.015
Si 20.858 -4.226 0.111
Si 23.345 -1.681 0.144
Si 26.07 1.161 0.092
Si 22.904 4.311 0.121
Si 26.078 6.727 -0.175
Si 22.959 9.81 0.215
Si 9.3 12.409 0.167
Si 11.821 -0.937 -0.062
Si 15.281 1.281 0.151
Si 11.966 4.595 0.109
Si 14.554 7.121 0.187
Si 12.375 9.386 0.063
Si 15.2 -4.199 0.015
Si 19.162 0.034 1.082
Si 21.737 2.792 1.447
Si 19.002 5.488 1.387
Si 21.705 8.226 1.368
Si 19.059 -5.322 1.234
Si 21.909 -2.783 1.603
Si 24.457 0.021 1.359
Si 10.825 2.85 1.233
Si 24.57 5.532 1.24
Si 10.786 8.223 1.364
Si 24.595 -5.342 1.411
Si 10.852 -2.612 1.334
Si 13.522 0.122 1.22
Si 16.369 2.677 1.656
Si 13.496 5.574 1.577
Si 16.269 -8.073 1.325
Si 13.572 -5.336 1.298
Si 16.305 -2.635 1.358
Si 17.829 1.26 2.752
Si 20.376 4.149 2.787
Si 17.629 6.875 2.685
Si 20.334 9.592 2.688
Si 17.721 -3.984 2.669
Si 20.429 -1.293 2.638
Si 23.113 1.392 2.723
Si 25.834 4.171 2.715
Si 23.162 6.858 2.648
Si 25.986 -6.765 2.65
Si 23.256 -4.108 2.916
Si 9.483 -1.298 2.725
Si 12.198 1.485 2.624
Si 14.922 4.135 2.787
Si 12.105 6.915 2.842
Si 14.907 -6.714 2.7
Si 12.218 -3.989 2.661
Si 14.861 -1.291 2.638
Si 16.316 -0.022 4.031
Si 19.065 2.725 4.118
Si 16.301 5.509 4.08
Si 19.001 8.219 4.054
Si 16.324 -5.366 4.019
Si 19.067 -2.645 4.039
Si 21.76 0.033 4.076
Si 24.479 2.783 4.071
Si 21.8 5.513 4.062
Si 24.545 -8.109 4.011
Si 21.76 -5.457 4.108
Si 24.534 -2.665 4.224
Si 10.865 0.086 4.015
Si 13.543 2.761 4.073
Si 10.729 5.461 4.049
Si 13.553 -8.06 4.099
Si 10.843 -5.377 4.017
Si 13.567 -2.661 4.044
Si 17.576 -1.375 16.177
Si 20.286 1.332 16.283
Si 17.606 4.029 16.291
Si 20.312 6.775 16.314
Si 17.559 -6.839 16.283
Si 20.336 -4.123 16.272
Si 23.002 -1.408 16.318
Si 9.468 1.37 16.276
Si 23.042 4.096 16.298
Si 9.477 6.782 16.318
Si 22.991 -6.842 16.355
Si 9.462 -4.098 16.26
Si 12.171 -1.396 16.28
Si 14.879 1.322 16.243
Si 12.15 4.057 16.304
Si 14.875 -9.58 16.291
Si 12.13 -6.847 16.264
Si 14.849 -4.117 16.3
Si 18.955 -0.132 17.584
Si 21.626 2.757 17.588
Si 18.954 5.401 17.653
Si 21.654 8.083 17.741
Si 18.97 -5.5 17.586
Si 21.643 -2.779 17.701
Si 24.363 -0.017 17.614
Si 10.816 2.687 17.695
Si 24.372 5.427 17.724
Si 10.824 8.136 17.704
Si 24.302 -5.447 17.707
Si 10.824 -2.776 17.636
Si 13.517 -0.015 17.621
Si 16.255 2.623 17.615
Si 13.518 5.382 17.67
Si 16.2 -8.209 17.657
Si 13.441 -5.5 17.638
Si 16.209 -2.668 17.56
Si 17.598 1.179 18.917
Si 20.328 4.082 19.039
Si 17.564 -9.595 18.994
Si 20.213 -6.901 19.037
Si 17.652 -4.005 18.796
Si 20.248 -1.459 19.054
Si 22.929 1.333 18.867
Si 9.437 4.009 19.078
Si 23.011 6.702 19.147
Si 9.417 9.535 19.007
Si 22.932 -4.15 19.12
Si 25.704 -1.335 19.014
Si 12.218 1.333 19.042
Si 14.878 3.945 18.976
Si 12.183 6.742 19.079
Si 14.767 -6.884 18.984
Si 12.1 -4.18 19.066
Si 14.821 -1.391 18.992
Si 16.241 -0.117 20.358
Si 18.975 2.556 20.178
Si 16.219 5.326 20.291
Si 18.85 -8.285 20.439
Si 16.191 -5.33 19.945
Si 18.916 -2.862 20.438
Si 21.578 0.024 20.268
Si 24.239 2.652 20.252
Si 21.656 5.351 20.591
Si 24.338 8.119 20.488
Si 21.533 -5.569 20.45
Si 24.347 -2.723 20.346
Si 10.876 -0.076 20.322
Si 13.615 2.597 20.466
Si 10.84 5.313 20.432
Si 13.527 8.086 20.532
Si 10.663 10.867 20.507
Si 13.499 -2.8 20.362
Si 17.28 -1.753 21.682
Si 20.427 1.501 21.69
Si 17.463 3.717 21.433
Si 20.444 -9.378 21.872
Si 17.449 -6.625 21.313
Si 19.834 -4.614 21.776
Si 23.171 -1.084 21.5
Si 9.346 1.041 21.652
Si 22.772 3.595 21.802
Si 9.531 6.879 21.577
Si 22.668 -7.147 21.764
Si 25.959 -3.837 21.626
Si 11.962 -1.664 21.702
Si 15.284 1.479 21.788
Si 12.484 4.184 21.754
Si 14.728 6.388 21.746
Si 11.747 9.129 21.739
Si 15.123 -3.988 21.533
Si 23.684 2.586 -4.814
Si 11.947 7.546 -6.755
Si 21.837 1.735 -7.025
Si 14.595 2.682 -5.748
Si 17.67 -3.281 -6.894
Si 8.348 4.908 23.577
Si 20.177 -4.771 24.825
Si 15.904 1.296 24.678
Si 13.891 5.358 -2.077
Si 12.085 -3.938 -4.181
Si 22.912 -2.437 24.115
Si 15.891 3.349 -1.914
Si 16.581 6.952 24.331
Si 14.633 -3.227 -2.925
Si 12.097 1.552 -4.551
Si 12.44 5.87 25.93
Si 10.604 2.821 23.715
Si 18.869 5.123 23.856
Si 17.735 -6.695 24.86
Si 25.287 6.922 24.884
Si 18.301 -0.768 -5.572
Si 10.575 -5.649 -2.126
Si 17.222 3.474 -4.316
Si 20.353 -1.932 25.79
Si 17.839 6.469 -4.299
Si 21.254 -2.059 -2.026
Si 24.033 -5.159 23.706
Si 12.843 4.787 -6.666
Si 8.349 -7.865 -2.218
Si 21.525 -5.27 -6.23
Si 9.118 -4.168 24.401
Si 12.596 -1.256 -3.09
Si 14.405 -8.124 25.713
Si 24.86 3.042 23.99
Si 12.815 -4.382 26.01
Si 21.801 3.153 -2.336
Si 14.193 3.329 25.989
Si 18.962 2.13 -6.23
Si 8.778 -5.663 -6.523
Si 15.398 -6.192 23.428
Si 10.085 3.976 -4.085
Si 8.339 -3.119 -4.949
Si 18.64 0.022 23.916
Si 12.21 -1.592 24.724
Si 18.505 -1.804 -2.847
Si 22.356 6.673 -4.839
Si 17.391 -4.297 -4.049
Si 9.489 5.677 26.065
Si 20.484 5.8 -2.775
Si 20.738 -7.113 -4.33
Si 23.242 -5.934 -3.933
Si 17.966 -7.24 -2.95
Si 11.964 6.089 -4.165
Si 23.391 -2.926 -3.922
Si 17.657 -1.362 5.423
Si 20.428 1.388 5.469
Si 17.66 4.107 5.415
Si 20.398 6.857 5.4
Si 17.644 9.574 5.409
Si 20.407 -4.035 5.415
Si 23.103 -1.313 5.487
Si 25.836 1.445 5.477
Si 23.122 4.13 5.442
Si 25.879 6.855 5.414
Si 23.15 -6.807 5.432
Si 25.893 -4.058 5.521
Si 12.203 -1.3 5.384
Si 14.949 1.379 5.377
Si 12.149 4.118 5.391
Si 14.918 6.859 5.419
Si 12.182 -6.717 5.424
Si 14.944 -4.029 5.388
Si 19.015 0.022 6.776
Si 21.774 2.76 6.817
Si 19.036 5.473 6.757
Si 21.765 -8.142 6.794
Si 19.024 -5.401 6.765
Si 21.742 -2.692 6.818
Si 24.476 0.059 6.828
Si 27.187 2.79 6.863
Si 24.503 5.488 6.787
Si 27.203 -8.123 6.841
Si 24.476 -5.422 6.82
Si 27.229 -2.673 6.874
Si 13.584 0.026 6.748
Si 16.281 2.749 6.758
Si 13.539 5.472 6.739
Si 16.288 8.206 6.771
Si 13.571 -5.382 6.762
Si 16.299 -2.71 6.785
Si 17.643 1.385 8.122
Si 20.379 4.112 8.143
Si 17.655 6.827 8.111
Si 20.383 -6.773 8.128
Si 17.651 -4.074 8.142
Si 20.361 -1.338 8.157
Si 23.115 1.401 8.193
Si 25.82 4.139 8.209
Si 23.116 6.816 8.16
Si 25.828 -6.773 8.199
Si 23.105 -4.059 8.171
Si 25.828 -1.318 8.2
Si 12.201 1.377 8.096
Si 14.904 4.106 8.101
Si 12.18 6.828 8.096
Si 14.913 -6.769 8.12
Si 12.197 -4.039 8.112
Si 14.924 -1.343 8.121
Si 16.281 0.016 9.479
Si 19.004 2.741 9.486
Si 16.276 5.463 9.457
Si 19.012 -8.144 9.482
Si 16.278 -5.435 9.49
Si 19.001 -2.711 9.504
Si 21.729 0.021 9.514
Si 24.462 2.76 9.561
Si 21.741 5.458 9.515
Si 24.458 -8.142 9.542
Si 21.728 -5.423 9.512
Si 24.459 -2.696 9.54
Si 10.843 0.013 9.457
Si 13.551 2.736 9.461
Si 10.84 5.453 9.465
Si 13.548 -8.145 9.463
Si 10.836 -5.425 9.458
Si 13.558 -2.701 9.481
Si 17.625 -1.356 10.844
Si 20.354 1.376 10.858
Si 17.624 4.099 10.827
Si 20.358 -9.509 10.856
Si 17.628 -6.811 10.844
Si 20.351 -4.078 10.869
Si 23.075 -1.347 10.885
Si 25.801 1.395 10.94
Si 23.08 4.103 10.905
Si 25.804 -9.486 10.937
Si 23.075 -6.788 10.881
Si 25.807 -4.052 10.924
Si 12.184 -1.352 10.83
Si 14.9 1.367 10.824
Si 12.193 4.086 10.827
Si 14.906 6.807 10.825
Si 12.186 -6.794 10.823
Si 14.905 -4.081 10.837
Si 18.986 0 12.197
Si 21.706 2.725 12.238
Si 18.985 5.441 12.205
Si 21.704 -8.152 12.23
Si 18.977 -5.454 12.208
Si 21.711 -2.723 12.232
Si 24.42 0.013 12.261
Si 27.162 2.753 12.307
Si 24.434 5.462 12.274
Si 27.152 -8.138 12.327
Si 24.433 -5.435 12.249
Si 27.148 -2.698 12.32
Si 13.537 0.004 12.187
Si 16.251 2.737 12.174
Si 13.549 5.441 12.189
Si 16.262 8.15 12.206
Si 13.542 -5.449 12.193
Si 16.262 -2.728 12.195
Si 17.605 1.369 13.517
Si 20.331 4.077 13.582
Si 17.611 6.777 13.571
Si 20.318 -6.817 13.583
Si 17.598 -4.111 13.557
Si 20.328 -1.37 13.57
Si 23.05 1.36 13.613
Si 25.79 4.11 13.649
Si 23.054 -9.502 13.608
Si 25.759 -6.785 13.653
Si 23.06 -4.096 13.597
Si 25.758 -1.341 13.647
Si 12.176 1.35 13.56
Si 14.889 4.069 13.558
Si 12.181 -9.535 13.554
Si 14.882 9.497 13.562
Si 12.177 -4.096 13.552
Si 14.882 -1.38 13.535
Si 16.238 0.007 14.85
Si 18.952 2.694 14.907
Si 16.253 5.405 14.93
Si 18.954 8.136 14.944
Si 16.222 -5.459 14.927
Si 18.968 -2.765 14.902
Si 21.675 -0.018 14.949
Si 24.409 2.735 14.964
Si 21.683 5.45 14.94
Si 24.395 -8.158 15.003
Si 21.695 -5.475 14.934
Si 24.394 -2.737 14.978
Si 10.819 -0.014 14.927
Si 13.519 2.714 14.923
Si 10.823 5.433 14.929
Si 13.53 -8.193 14.93
Si 10.807 -5.465 14.899
Si 13.531 -2.742 14.912
Si 33.873 -0.883 0.26
Si 36.388 1.592 0.311
Si 34.145 3.773 0.344
Si 36.823 6.856 0.2
Si 33.99 -6.256 0.346
Si 37.153 -4.238 0.355
Si 39.6 -1.699 0.396
Si 42.091 1.322 0.525
Si 39.938 3.533 0.011
Si 42.36 6.481 0.167
Si 39.196 9.703 0.285
Si 25.735 -3.715 0.09
Si 28.36 -1.019 0.299
Si 31.629 1.291 0.338
Si 28.309 4.496 0.023
Si 31.458 7.211 -0.11
Si 29.147 -6.94 0.03
Si 31.653 -4.231 0.444
Si 35.343 0.109 1.771
Si 38.157 2.697 1.377
Si 35.314 5.521 1.426
Si 38.073 8.183 1.651
Si 35.495 -5.214 1.708
Si 38.171 -2.779 1.844
Si 40.668 -0.054 1.675
Si 27.195 2.856 1.343
Si 40.8 5.291 1.438
Si 27.358 -8.075 1.183
Si 40.751 -5.465 1.631
Si 27.223 -2.629 1.535
Si 29.976 0.13 1.511
Si 32.734 2.696 1.819
Si 30.099 5.581 1.184
Si 32.822 -8.01 1.45
Si 30.061 -5.445 1.598
Si 32.801 -2.561 1.555
Si 34.042 1.39 3.192
Si 36.785 4.143 2.75
Si 34.029 6.864 2.853
Si 36.728 9.566 2.998
Si 34.101 -3.883 3.01
Si 36.733 -1.329 3.006
Si 39.334 1.371 2.94
Si 42.081 4.11 3.016
Si 39.483 6.739 2.843
Si 42.145 -6.842 2.902
Si 39.494 -4.153 3.137
Si 25.823 -1.272 2.837
Si 28.575 1.526 2.778
Si 31.27 4.214 2.788
Si 28.673 6.874 2.639
Si 31.424 -6.772 2.925
Si 28.608 -4.045 2.817
Si 31.322 -1.269 2.871
Si 32.61 0.015 4.374
Si 35.473 2.84 4.294
Si 32.636 5.524 4.195
Si 35.354 8.189 4.287
Si 32.723 -5.349 4.265
Si 35.404 -2.619 4.424
Si 38.055 0.042 4.358
Si 40.726 2.714 4.306
Si 38.086 5.451 4.228
Si 40.797 -8.198 4.256
Si 38.077 -5.468 4.417
Si 40.823 -2.721 4.411
Si 27.223 0.113 4.133
Si 29.92 2.849 4.172
Si 27.265 5.518 4.039
Si 29.968 -8.139 4.161
Si 27.243 -5.418 4.134
Si 29.955 -2.667 4.187
Si 33.971 -1.309 16.492
Si 36.734 1.42 16.519
Si 33.942 4.158 16.518
Si 36.643 6.858 16.495
Si 33.915 -6.759 16.5
Si 36.703 -3.996 16.531
Si 39.447 -1.278 16.54
Si 25.75 1.394 16.352
Si 39.432 4.099 16.48
Si 25.738 -9.512 16.389
Si 39.411 -6.725 16.517
Si 25.722 -4.077 16.39
Si 28.459 -1.328 16.356
Si 31.211 1.421 16.468
Si 28.478 4.108 16.451
Si 31.209 -9.484 16.509
Si 28.429 -6.798 16.41
Si 31.246 -4.066 16.428
Si 35.41 0.001 17.848
Si 38.059 2.814 17.905
Si 35.268 5.551 17.909
Si 38.006 8.213 17.834
Si 35.273 -5.357 17.821
Si 38.073 -2.622 17.916
Si 40.862 0.059 17.894
Si 27.075 2.75 17.778
Si 40.817 5.447 17.804
Si 27.066 -8.164 17.79
Si 40.794 -5.3 17.804
Si 27.112 -2.692 17.712
Si 29.77 0.046 17.731
Si 32.587 2.774 17.851
Si 29.83 5.459 17.847
Si 32.564 -8.122 17.904
Si 29.816 -5.427 17.71
Si 32.588 -2.689 17.812
Si 34.044 1.389 19.104
Si 36.644 4.212 19.256
Si 33.924 -9.433 19.363
Si 36.615 -6.718 19.163
Si 33.977 -3.99 19.242
Si 36.722 -1.307 19.356
Si 39.505 1.479 19.217
Si 25.702 4.109 19.142
Si 39.369 6.759 19.088
Si 25.629 -6.792 19.072
Si 39.492 -3.944 19.245
Si 42.267 -1.326 19.249
Si 28.402 1.361 19.131
Si 31.197 4.106 19.235
Si 28.414 -9.523 19.195
Si 31.088 -6.764 19.143
Si 28.505 -4.046 19.055
Si 31.105 -1.338 19.045
Si 32.611 -0.047 20.242
Si 35.314 2.759 20.564
Si 32.525 5.48 20.702
Si 35.251 -7.925 20.689
Si 32.36 -5.269 20.403
Si 35.376 -2.72 20.776
Si 38.196 0.098 20.613
Si 40.837 2.898 20.598
Si 37.988 5.599 20.652
Si 40.839 8.175 20.155
Si 38.065 -5.381 20.426
Si 40.902 -2.649 20.679
Si 26.993 0.028 20.469
Si 29.797 2.642 20.506
Si 27.052 5.413 20.606
Si 29.758 -8.113 20.568
Si 27.054 -5.39 20.291
Si 29.758 -2.633 20.499
Si 33.598 -1.502 21.779
Si 37.056 1.76 21.809
Si 33.595 3.72 21.878
Si 36.974 -8.962 21.959
Si 33.612 -6.55 21.814
Si 37.001 -4.057 22.025
Si 39.926 -0.904 21.924
Si 25.316 1.16 21.655
Si 39.213 4.059 21.937
Si 25.986 7.131 21.863
Si 39.372 -6.982 21.456
Si 42.453 -3.867 22.016
Si 28.093 -1.557 21.774
Si 31.434 1.371 21.621
Si 28.672 4.189 21.859
Si 30.797 -9.753 21.936
Si 28.124 -6.86 21.731
Si 31.325 -3.704 21.882
Si 32.815 0.366 -5.659
Si 31.792 -1.646 25.772
Si 40.531 3.245 -6.169
Si 30.575 4.167 -6.911
Si 33.152 -4.825 -6.024
Si 20.444 -2.568 -6.633
Si 35.096 -5.333 24.027
Si 33.915 0.226 24.408
Si 30.438 4.849 -3.957
Si 30.921 -5.93 -4.353
Si 38.381 -2.215 23.909
Si 32.17 3.176 -1.869
Si 31.724 -7.871 23.982
Si 32.228 -2.38 -4.649
Si 28.389 3.3 -2.796
Si 28.535 0.67 -3.915
Si 24.702 -1.998 -6.49
Si 33.882 3.303 24.775
Si 29.913 1.226 -6.506
Si 38.31 1.409 -6.647
Si 36.436 -7.97 24.705
Si 27.296 -5.485 -1.942
Si 33.632 6.673 -2.528
Si 33.07 7.057 -5.461
Si 35.03 5.146 -6.478
Si 37.764 -2.321 -1.862
Si 38.581 -5.969 25.677
Si 29.71 -5.421 24.012
Si 24.915 -7.52 -2.022
Si 35.105 -7.002 -6.285
Si 25.571 -2.452 25.609
Si 28.696 -1.878 -2.642
Si 34.39 1.933 -3.678
Si 39.268 -1.522 -6.515
Si 25.954 1.739 -2.923
Si 38.474 5.33 -1.846
Si 29.756 -3.62 -6.008
Si 35.83 4.765 -3.52
Si 27.28 -4.509 -4.893
Si 24.829 7.212 -6.167
Si 27.591 3.67 24.751
Si 25.929 -2.141 -4.063
Si 36.719 0.087 24.354
Si 29.976 -0.288 23.9
Si 35.811 -0.261 -1.983
Si 40.146 -7.875 -4.756
Si 30.901 -3.749 -2.431
Si 25.138 4.447 -6.934
Si 35.606 -7.445 -1.959
Si 37.419 -6.512 -4.376
Si 41.321 6.122 -6.235
Si 30.205 7.53 -4.884
Si 26.118 -6.468 -6.991
Si 39.039 -3.832 -4.267
Si 33.987 -1.304 5.734
Si 36.732 1.436 5.697
Si 34.018 4.173 5.579
Si 36.733 6.82 5.611
Si 34.021 9.576 5.643
Si 36.735 -4.048 5.724
Si 39.435 -1.325 5.693
Si 42.143 1.387 5.64
Si 39.404 4.106 5.651
Si 42.157 6.826 5.659
Si 39.459 -6.851 5.68
Si 42.197 -4.097 5.682
Si 28.568 -1.284 5.506
Si 31.242 1.461 5.59
Si 28.545 4.174 5.513
Si 31.285 6.85 5.579
Si 28.595 -6.769 5.507
Si 31.297 -4.021 5.584
Si 35.349 0.084 7.04
Si 38.084 2.771 7.057
Si 35.353 5.499 6.986
Si 38.075 -8.17 7.024
Si 35.359 -5.41 7.043
Si 38.084 -2.676 7.058
Si 40.805 0.035 7.027
Si 43.5 2.742 7.004
Si 40.785 5.463 7
Si 43.509 -8.117 6.994
Si 40.809 -5.448 7.016
Si 43.537 -2.703 7.011
Si 29.894 0.066 6.921
Si 32.648 2.793 6.933
Si 29.911 5.49 6.913
Si 32.628 8.214 6.961
Si 29.924 -5.403 6.905
Si 32.62 -2.695 7.017
Si 33.969 1.441 8.354
Si 36.695 4.135 8.373
Si 33.988 6.859 8.333
Si 36.725 -6.781 8.376
Si 33.981 -4.047 8.377
Si 36.707 -1.302 8.383
Si 39.449 1.401 8.389
Si 42.15 4.113 8.36
Si 39.435 6.811 8.386
Si 42.162 -6.781 8.385
Si 39.452 -4.064 8.372
Si 42.167 -1.34 8.363
Si 28.525 1.422 8.257
Si 31.269 4.135 8.287
Si 28.54 6.853 8.246
Si 31.261 -6.749 8.305
Si 28.564 -4.036 8.258
Si 31.247 -1.295 8.313
Si 32.612 0.054 9.686
Si 35.332 2.779 9.725
Si 32.617 5.487 9.672
Si 35.341 -8.124 9.722
Si 32.607 -5.407 9.703
Si 35.341 -2.67 9.723
Si 38.072 0.05 9.738
Si 40.8 2.767 9.738
Si 38.059 5.477 9.744
Si 40.792 -8.134 9.737
Si 38.08 -5.41 9.73
Si 40.803 -2.693 9.723
Si 27.168 0.037 9.596
Si 29.901 2.763 9.63
Si 27.177 5.483 9.59
Si 29.886 -8.119 9.636
Si 27.177 -5.411 9.58
Si 29.895 -2.679 9.654
Si 33.974 -1.302 11.064
Si 36.697 1.413 11.081
Si 33.963 4.139 11.066
Si 36.696 -9.475 11.096
Si 33.969 -6.761 11.065
Si 36.709 -4.035 11.071
Si 39.435 -1.327 11.074
Si 42.174 1.4 11.065
Si 39.427 4.121 11.096
Si 42.159 -9.491 11.084
Si 39.435 -6.764 11.098
Si 42.165 -4.045 11.079
Si 28.517 -1.318 10.986
Si 31.245 1.414 11.028
Si 28.529 4.125 10.968
Si 31.239 6.843 11.011
Si 28.514 -6.763 10.979
Si 31.243 -4.033 11.04
Si 35.333 0.057 12.439
Si 38.058 2.767 12.447
Si 35.323 5.485 12.443
Si 38.057 -8.11 12.456
Si 35.337 -5.396 12.416
Si 38.065 -2.672 12.437
Si 40.805 0.043 12.41
Si 43.532 2.762 12.42
Si 40.788 5.485 12.451
Si 43.524 -8.124 12.431
Si 40.801 -5.394 12.448
Si 43.528 -2.676 12.421
Si 29.881 0.037 12.362
Si 32.6 2.769 12.412
Si 29.874 5.475 12.359
Si 32.588 8.192 12.394
Si 29.862 -5.411 12.364
Si 32.611 -2.676 12.406
Si 33.966 1.423 13.792
Si 36.689 4.125 13.805
Si 33.94 6.849 13.777
Si 36.684 -6.74 13.802
Si 33.976 -4.038 13.77
Si 36.708 -1.3 13.797
Si 39.443 1.396 13.77
Si 42.162 4.116 13.786
Si 39.421 -9.468 13.813
Si 42.171 -6.755 13.799
Si 39.43 -4.024 13.798
Si 42.165 -1.301 13.772
Si 28.51 1.405 13.693
Si 31.224 4.133 13.751
Si 28.502 -9.496 13.713
Si 31.21 9.544 13.737
Si 28.492 -4.054 13.711
Si 31.243 -1.31 13.746
Si 32.596 0.054 15.133
Si 35.326 2.776 15.181
Si 32.575 5.491 15.135
Si 35.294 8.216 15.136
Si 32.589 -5.425 15.082
Si 35.336 -2.668 15.138
Si 38.091 0.064 15.151
Si 40.803 2.74 15.134
Si 38.048 5.489 15.165
Si 40.788 -8.094 15.161
Si 38.049 -5.37 15.158
Si 40.791 -2.636 15.137
Si 27.115 0.035 14.999
Si 29.852 2.763 15.087
Si 27.128 5.454 15.055
Si 29.851 -8.144 15.102
Si 27.096 -5.429 15.036
Si 29.872 -2.695 15.068
Si 50.044 -1.153 0.107
Si -45.213 1.692 0.128
Si 50.329 3.787 0.216
Si -44.738 6.77 0.225
Si 49.999 -6.491 0.257
Si -44.695 -4.309 0.188
Si -42.006 -1.598 0.07
Si -38.969 1.123 -0.22
Si -42.484 4.574 0.159
Si -39.364 6.725 0.272
Si -42.549 9.728 0.215
Si 41.839 -3.839 0.367
Si 44.312 -0.894 0.162
Si 47.899 1.158 0.186
Si 44.409 4.117 0.112
Si 47.171 7.059 0.116
Si 44.906 -7.083 0.199
Si 47.799 -4.251 0.315
Si -46.27 0.006 1.404
Si -43.583 2.853 1.367
Si -46.399 5.51 1.347
Si -43.617 8.23 1.647
Si -46.298 -5.389 1.536
Si -43.544 -2.717 1.459
Si -40.81 0.15 1.118
Si 43.444 2.748 1.735
Si -40.913 5.561 1.565
Si 43.449 -8.267 1.56
Si -40.835 -5.451 1.387
Si 43.422 -2.6 1.546
Si 46.126 0.089 1.365
Si 48.944 2.632 1.673
Si 46.122 5.325 1.342
Si 48.789 -8.122 1.445
Si 46.124 -5.447 1.459
Si 48.923 -2.645 1.552
Si -47.567 1.298 2.928
Si -44.982 4.166 2.762
Si -47.715 6.846 2.77
Si -44.997 9.571 2.937
Si -47.616 -3.996 2.889
Si -44.908 -1.34 2.774
Si -42.17 1.431 2.628
Si -39.553 4.042 2.769
Si -42.217 6.891 2.952
Si -39.418 -6.778 2.732
Si -42.165 -4.078 2.807
Si 42.098 -1.35 3.013
Si 44.919 1.4 2.92
Si 47.517 4.083 2.821
Si 44.853 6.703 2.864
Si 47.485 -6.775 2.872
Si 44.822 -4.025 2.817
Si 47.468 -1.3 2.808
Si -49.023 -0.013 4.214
Si -46.235 2.755 4.194
Si -49.022 5.462 4.16
Si -46.353 8.162 4.208
Si -49.013 -5.404 4.193
Si -46.24 -2.661 4.217
Si -43.507 0.05 4.059
Si -40.879 2.709 4.14
Si -43.61 5.47 4.192
Si -40.767 -8.094 4.188
Si -43.542 -5.399 4.203
Si -40.806 -2.655 4.095
Si 43.514 0.041 4.274
Si 46.234 2.76 4.278
Si 43.494 5.45 4.312
Si 46.187 -8.19 4.224
Si 43.501 -5.418 4.215
Si 46.186 -2.693 4.21
Si -47.56 -1.343 16.438
Si -44.823 1.379 16.444
Si -47.537 4.118 16.432
Si -44.822 6.789 16.403
Si -47.558 -6.804 16.427
Si -44.822 -4.052 16.382
Si -42.112 -1.357 16.414
Si 42.192 1.408 16.501
Si -42.099 4.015 16.46
Si 42.171 -9.459 16.49
Si -42.086 -6.821 16.38
Si 42.182 -3.993 16.449
Si 44.912 -1.316 16.472
Si 47.654 1.413 16.422
Si 44.9 4.124 16.488
Si 47.654 -9.45 16.434
Si 44.965 -6.763 16.453
Si 47.628 -4.054 16.454
Si -46.201 0.028 17.784
Si -43.463 2.67 17.878
Si -46.192 5.485 17.803
Si -43.411 8.102 17.734
Si -46.152 -5.443 17.709
Si -43.484 -2.705 17.773
Si -40.769 0.004 17.788
Si 43.545 2.764 17.877
Si -40.689 5.372 17.764
Si 43.582 -8.086 17.796
Si -40.726 -5.424 17.689
Si 43.567 -2.69 17.836
Si 46.278 0.089 17.777
Si 49.036 2.745 17.779
Si 46.273 5.541 17.771
Si 49.003 -8.125 17.846
Si 46.336 -5.444 17.855
Si 48.976 -2.683 17.796
Si 50.365 1.369 19.174
Si -44.867 4.09 19.15
Si 50.397 -9.456 19.199
Si -44.752 -6.808 19.029
Si 50.363 -4.125 19.041
Si -44.84 -1.32 19.137
Si -42.106 1.256 19.272
Si 42.223 4.184 19.228
Si -42.069 6.689 19.09
Si 42.213 -6.651 19.058
Si -42.092 -4.106 19.056
Si -39.471 -1.323 19.21
Si 44.96 1.416 19.21
Si 47.686 4.184 19.045
Si 44.929 -9.443 19.182
Si 47.704 -6.769 19.292
Si 44.924 -4.103 19.161
Si 47.605 -1.264 19.132
Si 48.938 0.074 20.548
Si 51.723 2.733 20.541
Si 49.035 5.453 20.492
Si 51.819 -8.05 20.463
Si 49.176 -5.426 20.602
Si 51.683 -2.743 20.347
Si -43.53 -0.11 20.694
Si -40.725 2.699 20.57
Si -43.466 5.385 20.51
Si -40.652 8.105 20.3
Si -43.366 -5.514 20.415
Si -40.923 -2.721 20.514
Si 43.693 0.013 20.622
Si 46.306 2.919 20.423
Si 43.596 5.534 20.604
Si 46.272 -8.115 20.611
Si 43.537 -5.399 20.574
Si 46.278 -2.691 20.438
Si 50.142 -1.586 21.685
Si 53.261 1.587 21.912
Si 50.128 3.859 21.849
Si 53.361 -9.251 21.714
Si 50.93 -6.435 21.947
Si 53.07 -4.158 21.586
Si -42.649 -1.934 22.011
Si 42.14 1.331 21.775
Si -42.379 3.781 21.852
Si 42.282 7.172 21.653
Si -42.201 -7.176 21.656
Si -39.282 -3.8 21.738
Si 44.77 -1.696 21.946
Si 47.794 1.778 21.765
Si 45.269 4.448 21.91
Si 47.508 -9.703 21.821
Si 44.586 -7.034 21.888
Si 47.938 -3.758 21.672
Si -48.349 1.303 -6.629
Si 44.199 6.057 -6.016
Si -42.429 1.754 -4.42
Si -48.393 4.249 -6.396
Si -48.011 -5.322 -6.702
Si 41.103 5.441 23.812
Si -47.443 7.01 -6.849
Si 46.516 1.523 24.604
Si 46.519 4.259 -6.627
Si 46.357 -4.289 -2.16
Si -41.056 -0.291 23.968
Si 48.332 3.179 -2.018
Si -48.849 -7.901 23.934
Si 47.384 -2.205 -4.033
Si 44.555 2.142 -2.453
Si 43.951 -2.449 -5.012
Si 43.278 3.26 23.87
Si -47.03 4.509 24.825
Si 46.894 -0.201 -6.208
Si -44.525 -2.184 -4.486
Si -45.096 6.745 24.744
Si 43.507 -5.299 -1.846
Si 47.477 5.85 -2.764
Si 47.407 -6.941 -6.78
Si -48.305 7.32 -3.813
Si -42.902 -4.616 -4.221
Si -41.207 -7.051 24.635
Si 47.643 -5.124 24.311
Si 40.442 7.795 -1.957
Si -45.506 -7.112 -7.068
Si 40.874 -5.712 23.914
Si 45.37 -0.882 -2.581
Si -47.542 2.519 -4.164
Si -42.331 6.714 25.844
Si 42.533 1.899 -4.573
Si -42.537 4.114 -2.706
Si 45.566 -4.46 -6.921
Si -44.759 2.167 -2.72
Si 41.343 -5.811 -6.889
Si 45.205 -6.469 24.946
Si 45.383 2.039 -5.137
Si 42.08 -4.609 -4.341
Si -46.388 -0.002 24.033
Si 45.936 -1.237 24.864
Si -46.374 -2.903 -2.109
Si -42.397 6.972 -4.138
Si -48.29 -4.106 -4.027
Si 42.208 -0.444 -6.444
Si -46.287 -7.968 -2.008
Si -44.424 -7.117 -4.13
Si -39.205 -1.855 25.907
Si 47.663 -6.516 -3.319
Si 46.08 7.799 -4.743
Si -42.114 -2.125 -2.904
Si -47.637 -1.346 5.572
Si -44.85 1.384 5.503
Si -47.635 4.104 5.528
Si -44.947 6.827 5.556
Si -47.666 9.549 5.569
Si -44.884 -4.036 5.562
Si -42.175 -1.319 5.467
Si -39.461 1.367 5.471
Si -42.221 4.084 5.51
Si -39.462 6.793 5.523
Si -42.161 -6.761 5.539
Si -39.457 -4.036 5.477
Si 44.859 -1.343 5.614
Si -50.317 1.385 5.598
Si 44.859 4.088 5.643
Si -50.342 6.809 5.579
Si 44.854 -6.79 5.581
Si -50.354 -4.045 5.567
Si -46.238 0.035 6.878
Si -43.526 2.723 6.907
Si -46.278 5.453 6.915
Si -43.532 -8.14 6.881
Si -46.255 -5.418 6.901
Si -43.51 -2.671 6.886
Si -40.804 0.009 6.852
Si -38.085 2.713 6.836
Si -40.834 5.439 6.866
Si -38.093 -8.176 6.887
Si -40.8 -5.395 6.876
Si -38.086 -2.711 6.851
Si -51.684 0.023 6.954
Si -48.956 2.751 6.937
Si -51.687 5.462 6.969
Si -48.992 8.179 6.944
Si -51.697 -5.421 6.937
Si -48.975 -2.71 6.94
Si -47.581 1.386 8.273
Si -44.891 4.092 8.257
Si -47.611 6.821 8.29
Si -44.878 -6.778 8.254
Si -47.6 -4.065 8.283
Si -44.88 -1.328 8.249
Si -42.145 1.365 8.242
Si -39.439 4.081 8.206
Si -42.173 6.808 8.238
Si -39.447 -6.789 8.229
Si -42.154 -4.048 8.247
Si -39.443 -1.353 8.219
Si 44.882 1.377 8.332
Si -50.316 4.101 8.312
Si 44.878 6.831 8.331
Si -50.336 -6.774 8.305
Si 44.897 -4.066 8.345
Si -50.317 -1.335 8.306
Si -48.941 0.028 9.646
Si -46.227 2.738 9.639
Si -48.954 5.463 9.664
Si -46.223 -8.143 9.628
Si -48.953 -5.421 9.651
Si -46.226 -2.696 9.624
Si -43.504 0.013 9.611
Si -40.778 2.724 9.591
Si -43.515 5.447 9.61
Si -40.797 -8.156 9.594
Si -43.506 -5.422 9.611
Si -40.78 -2.71 9.605
Si 43.529 0.029 9.706
Si 46.248 2.744 9.679
Si 43.518 5.478 9.704
Si 46.238 -8.127 9.684
Si 43.527 -5.406 9.718
Si 46.255 -2.69 9.683
Si -47.577 -1.336 10.998
Si -44.851 1.376 10.98
Si -47.58 4.097 11.007
Si -44.855 -9.507 10.983
Si -47.575 -6.781 10.993
Si -44.858 -4.06 10.979
Si -42.139 -1.353 10.967
Si -39.419 1.362 10.952
Si -42.134 4.084 10.957
Si -39.419 -9.521 10.943
Si -42.142 -6.796 10.97
Si -39.41 -4.078 10.956
Si 44.895 -1.331 11.052
Si -50.296 1.385 11.025
Si 44.89 4.109 11.043
Si -50.308 6.83 11.023
Si 44.887 -6.773 11.061
Si -50.297 -4.052 11.021
Si -46.208 0.025 12.349
Si -43.478 2.724 12.333
Si -46.202 5.451 12.352
Si -43.483 -8.162 12.349
Si -46.21 -5.422 12.347
Si -43.488 -2.71 12.34
Si -40.769 0.003 12.319
Si -38.052 2.708 12.318
Si -40.764 5.435 12.318
Si -38.04 -8.169 12.297
Si -40.761 -5.443 12.319
Si -38.042 -2.723 12.317
Si -51.655 0.033 12.396
Si -48.933 2.747 12.383
Si -51.665 5.475 12.388
Si -48.927 8.186 12.362
Si -51.658 -5.4 12.387
Si -48.931 -2.695 12.37
Si -47.553 1.387 13.727
Si -44.824 4.087 13.698
Si -47.562 6.813 13.706
Si -44.845 -6.791 13.7
Si -47.566 -4.062 13.716
Si -44.843 -1.338 13.699
Si -42.12 1.355 13.692
Si -39.404 4.074 13.686
Si -42.11 -9.538 13.704
Si -39.384 -6.804 13.673
Si -42.11 -4.078 13.683
Si -39.399 -1.35 13.677
Si 44.908 1.4 13.761
Si -50.293 4.121 13.738
Si 44.9 -9.493 13.763
Si -50.275 9.562 13.716
Si 44.901 -4.042 13.753
Si -50.288 -1.337 13.739
Si -48.916 0.025 15.08
Si -46.176 2.749 15.078
Si -48.918 5.476 15.089
Si -46.197 8.159 15.061
Si -48.919 -5.414 15.092
Si -46.204 -2.693 15.055
Si -43.48 0.01 15.067
Si -40.753 2.701 15.053
Si -43.452 5.405 15.083
Si -40.719 -8.182 15.04
Si -43.463 -5.44 15.046
Si -40.752 -2.707 15.038
Si 43.543 0.048 15.126
Si 46.265 2.777 15.105
Si 43.527 5.482 15.134
Si 46.293 -8.113 15.068
Si 43.557 -5.391 15.134
Si 46.264 -2.687 15.107
Si -31.638 -0.994 0.125
Si -28.712 1.28 0.312
Si -30.697 3.69 -0.095
Si -28.337 6.447 -0.137
Si -31.664 -6.791 0.243
Si -28.7 -4.383 -0.063
Si -25.607 -1.693 -0.105
Si -22.662 0.807 -0.019
Si -26.072 4.246 -0.053
Si -22.916 6.39 0.11
Si -26.242 9.852 -0.3
Si -39.691 -3.801 0.15
Si -36.877 -1.23 0.128
Si -33.779 1.378 0.048
Si -37.207 4.463 0.308
Si -34.084 6.214 -0.057
Si -36.578 -6.757 0.058
Si -33.788 -4.463 0.072
Si -30.019 -0.11 1.562
Si -27.109 2.623 1.338
Si -29.811 5.337 1.314
Si -27.204 8.127 1.074
Si -30.075 -5.542 1.43
Si -27.344 -2.774 1.138
Si -24.383 -0.186 1.266
Si -38.168 2.674 1.39
Si -24.528 5.308 1.368
Si -37.967 -8.144 1.437
Si -24.528 10.832 1.081
Si -38.068 -2.731 1.456
Si -35.354 0.096 1.317
Si -32.537 2.852 1.307
Si -35.541 5.463 1.57
Si -32.814 -8.483 1.342
Si -35.339 -5.463 1.511
Si -32.716 -2.732 1.307
Si -31.345 1.393 2.777
Si -28.488 3.984 2.719
Si -31.265 6.663 2.663
Si -28.571 9.399 2.601
Si -31.349 -4.073 2.73
Si -28.565 -1.496 2.71
Si -25.73 1.238 2.629
Si -23.148 3.899 2.676
Si -25.862 6.81 2.591
Si -23.179 9.483 2.544
Si -25.909 12.165 2.514
Si -39.498 -1.264 2.657
Si -36.722 1.39 2.742
Si -33.996 4.084 2.718
Si -36.782 6.844 2.933
Si -34.059 -6.986 2.774
Si -36.727 -4.086 2.814
Si -34.066 -1.363 2.691
Si -32.687 -0.026 4.083
Si -29.9 2.679 4.097
Si -32.632 5.396 4.102
Si -29.92 8.071 4.005
Si -32.677 -5.517 4.053
Si -29.928 -2.802 4.098
Si -27.169 -0.083 3.987
Si -24.468 2.592 4.074
Si -27.176 5.424 4.015
Si -24.49 8.132 3.969
Si -27.211 10.797 3.95
Si -24.488 -2.84 3.941
Si -38.111 0.021 4.077
Si -35.341 2.715 4.098
Si -38.154 5.392 4.147
Si -35.397 -8.172 4.259
Si -38.106 -5.434 4.148
Si -35.379 -2.7 4.122
Si -31.239 -1.432 16.334
Si -28.51 1.295 16.335
Si -31.237 4.026 16.329
Si -28.515 6.754 16.305
Si -31.243 -6.826 16.345
Si -28.526 -4.119 16.29
Si -25.831 -1.396 16.294
Si -39.394 1.367 16.44
Si -25.804 4.017 16.268
Si -39.354 -9.533 16.425
Si -25.813 9.448 16.26
Si -39.364 -4.051 16.383
Si -36.703 -1.376 16.443
Si -33.96 1.342 16.364
Si -36.669 4.08 16.413
Si -33.934 -9.537 16.36
Si -36.645 -6.819 16.373
Si -33.944 -4.11 16.408
Si -29.837 -0.127 17.683
Si -27.149 2.689 17.671
Si -29.881 5.402 17.663
Si -27.124 8.08 17.666
Si -29.848 -5.478 17.673
Si -27.19 -2.766 17.672
Si -24.482 0.021 17.602
Si -38.024 2.73 17.806
Si -24.44 5.356 17.629
Si -37.97 -8.159 17.772
Si -24.48 10.847 17.58
Si -38.068 -2.721 17.85
Si -35.319 0.01 17.752
Si -32.58 2.677 17.721
Si -35.279 5.445 17.745
Si -32.593 -8.17 17.737
Si -35.306 -5.479 17.77
Si -32.575 -2.747 17.768
Si -31.214 1.218 18.988
Si -28.52 4.054 19.018
Si -31.193 -9.538 19.04
Si -28.468 -6.852 19.003
Si -31.156 -4.126 19.087
Si -28.501 -1.453 19.133
Si -25.82 1.34 19.075
Si -39.346 4.084 19.225
Si -25.777 6.675 19.025
Si -39.359 -6.746 19.049
Si -25.839 -4.156 18.984
Si -23.061 -1.362 18.82
Si -36.646 1.382 19.149
Si -33.909 4.083 19.09
Si -36.581 -9.496 19.161
Si -33.952 -6.837 19.153
Si -36.665 -4.13 19.15
Si -33.979 -1.36 19.102
Si -32.565 -0.043 20.448
Si -29.839 2.573 20.275
Si -32.518 5.465 20.432
Si -29.785 -8.233 20.373
Si -32.523 -5.495 20.427
Si -29.803 -2.83 20.565
Si -27.163 -0.057 20.478
Si -24.462 2.691 20.501
Si -27.171 5.368 20.448
Si -24.413 8.087 20.314
Si -27.117 -5.538 20.423
Si -24.43 -2.716 20.138
Si -38.014 0.052 20.516
Si -35.284 2.76 20.496
Si -37.917 5.464 20.551
Si -35.248 -8.157 20.638
Si -38.063 -5.447 20.539
Si -35.307 -2.741 20.482
Si -31.456 -1.656 21.778
Si -28.409 1.476 21.797
Si -31.317 3.803 21.54
Si -28.256 -9.337 21.799
Si -30.961 -6.733 21.693
Si -28.693 -4.538 21.853
Si -25.448 -1.214 21.59
Si -39.395 1.313 21.939
Si -26.146 3.752 21.82
Si -39.107 7.092 21.745
Si -25.978 -7.159 21.691
Si -22.854 -3.857 21.359
Si -36.944 -1.608 21.767
Si -33.631 1.653 21.706
Si -36.282 4.39 21.892
Si -33.99 -9.754 21.918
Si -36.91 -6.995 21.904
Si -33.651 -3.893 21.699
Si -31.3 -0.248 -4.917
Si -33.656 -1.515 25.972
Si -23.021 1.417 -3.003
Si -31.433 -3.655 25.873
Si -26.621 4.027 24.678
Si -40.512 5.261 23.898
Si -28.723 -3.492 24.642
Si -30.423 0.311 23.984
Si -36.689 4.542 -2.719
Si -37.902 -6.293 -4.601
Si -26.582 -1.588 24.335
Si -34.061 3.696 -1.942
Si -32.411 -8.15 24.119
Si -32.321 -1.591 -2.565
Si -38.1 1.99 -3.164
Si -36.699 -2.417 -4.578
Si -38.104 3.214 24.107
Si -29.456 4.993 23.86
Si -33.787 -0.33 -6.227
Si -28.486 0.338 -4.75
Si -33.341 -3.264 -6.477
Si -38.724 -5.549 -1.913
Si -34.629 -7.948 -2.194
Si -31.977 -7.847 -6.381
Si -31.718 5.39 -5.764
Si -27.107 0.103 -2.087
Si -24.793 -3.516 25.902
Si -35.54 -5.007 23.905
Si -40.803 -7.893 -1.953
Si -26.613 1.086 25.652
Si -39.995 -4.495 24.735
Si -35.064 -2.649 -2.019
Si -31.494 4.803 -2.761
Si -27.794 -2.088 -6.579
Si -38.824 -6.632 25.937
Si -25.52 2.813 -2.739
Si -36.012 -4.729 -6.368
Si -27.001 3.086 -5.182
Si -40.345 -4.879 -5.977
Si -33.636 -5.976 25.843
Si -36.137 0.654 -4.843
Si -39.539 -2.222 -4.502
Si -33.206 1.279 24.529
Si -36.404 -2.215 24.533
Si -29.677 -4.95 -2.931
Si -26.873 -7.121 -6.053
Si -31.089 -3.167 -4.671
Si -39.986 0.581 -5.218
Si -30.56 7.47 -1.95
Si -26.768 -6.043 -3.25
Si -22.239 -6.542 25.803
Si -31.916 -7.035 -3.531
Si -36.726 7.331 -4.113
Si -25.651 -3.444 -4.677
Si -31.285 -1.391 5.417
Si -28.526 1.282 5.388
Si -31.273 4.031 5.455
Si -28.564 6.737 5.397
Si -31.267 9.462 5.388
Si -28.549 12.135 5.389
Si -25.81 -1.451 5.342
Si -23.083 1.256 5.408
Si -25.825 4.028 5.371
Si -23.124 6.739 5.329
Si -25.846 9.472 5.353
Si -23.14 12.155 5.356
Si -36.759 -1.348 5.464
Si -34.027 1.321 5.468
Si -36.718 4.065 5.469
Si -33.977 6.757 5.499
Si -36.761 -6.782 5.546
Si -34.016 -4.12 5.433
Si -29.904 -0.048 6.771
Si -27.185 2.667 6.744
Si -29.911 5.397 6.794
Si -27.196 8.111 6.736
Si -29.91 10.807 6.77
Si -27.184 -2.792 6.726
Si -24.469 -0.095 6.743
Si -21.726 2.645 6.745
Si -24.463 5.388 6.728
Si -21.761 8.093 6.716
Si -24.485 10.813 6.739
Si -21.773 -2.8 6.738
Si -35.387 -0.015 6.836
Si -32.638 2.672 6.812
Si -35.355 5.407 6.847
Si -32.611 8.136 6.813
Si -35.366 -5.428 6.855
Si -32.638 -2.76 6.785
Si -31.262 1.311 8.152
Si -28.544 4.021 8.128
Si -31.26 6.761 8.166
Si -28.545 9.457 8.13
Si -31.265 -4.128 8.131
Si -28.543 -1.427 8.108
Si -25.822 1.297 8.095
Si -23.097 4.025 8.086
Si -25.828 6.747 8.095
Si -23.111 9.457 8.093
Si -25.831 -4.14 8.108
Si -23.111 -1.436 8.115
Si -36.729 1.35 8.206
Si -33.991 4.035 8.19
Si -36.704 6.782 8.215
Si -33.986 -6.82 8.172
Si -36.721 -4.071 8.214
Si -33.999 -1.393 8.161
Si -32.631 -0.037 9.521
Si -29.905 2.677 9.507
Si -32.624 5.406 9.533
Si -29.895 8.112 9.516
Si -32.62 -5.465 9.525
Si -29.908 -2.766 9.492
Si -27.187 -0.054 9.467
Si -24.46 2.665 9.45
Si -27.181 5.39 9.475
Si -24.471 8.108 9.462
Si -27.19 -5.49 9.481
Si -24.471 -2.786 9.478
Si -38.073 -0.005 9.582
Si -35.352 2.692 9.566
Si -38.069 5.428 9.576
Si -35.333 8.146 9.556
Si -38.065 -5.442 9.581
Si -35.346 -2.725 9.562
Si -31.267 -1.405 10.87
Si -28.54 1.306 10.848
Si -31.26 4.038 10.883
Si -28.533 6.743 10.861
Si -31.259 9.479 10.872
Si -28.548 -4.128 10.848
Si -25.829 -1.413 10.831
Si -23.1 1.31 10.814
Si -25.817 4.023 10.825
Si -23.102 6.75 10.815
Si -25.824 9.469 10.836
Si -23.097 -4.138 10.832
Si -36.699 -1.365 10.936
Si -33.98 1.323 10.911
Si -36.705 4.059 10.932
Si -33.973 6.773 10.906
Si -36.69 9.51 10.925
Si -33.977 -4.102 10.899
Si -29.904 -0.042 12.221
Si -27.175 2.67 12.201
Si -29.892 5.393 12.238
Si -27.179 8.114 12.213
Si -29.903 10.839 12.225
Si -27.188 -2.765 12.203
Si -24.463 -0.046 12.177
Si -21.735 2.677 12.166
Si -24.459 5.393 12.178
Si -21.734 8.11 12.172
Si -24.459 10.828 12.195
Si -21.733 -2.765 12.186
Si -35.335 -0.018 12.303
Si -32.615 2.686 12.264
Si -35.331 5.419 12.277
Si -32.605 8.13 12.258
Si -35.324 -5.452 12.281
Si -32.625 -2.744 12.263
Si -31.249 1.313 13.611
Si -28.531 4.02 13.586
Si -31.242 6.76 13.609
Si -28.543 9.476 13.578
Si -31.261 -4.125 13.595
Si -28.544 -1.405 13.574
Si -25.812 1.308 13.554
Si -23.087 4.042 13.528
Si -25.811 6.745 13.556
Si -23.089 9.463 13.54
Si -25.822 -4.127 13.554
Si -23.102 -1.397 13.538
Si -36.69 1.344 13.679
Si -33.971 4.054 13.635
Si -36.676 -9.538 13.652
Si -33.957 9.499 13.627
Si -36.665 -4.086 13.665
Si -33.977 -1.391 13.659
Si -32.6 -0.033 15.003
Si -29.877 2.659 14.972
Si -32.596 5.407 14.986
Si -29.889 8.127 14.969
Si -32.608 -5.46 14.997
Si -29.898 -2.771 14.938
Si -27.178 -0.044 14.925
Si -24.444 2.686 14.887
Si -27.169 5.392 14.929
Si -24.44 8.099 14.909
Si -27.174 10.831 14.926
Si -24.473 -2.746 14.903
Si -38.044 -0.007 15.066
Si -35.326 2.712 15.025
Si -38.024 5.43 15.035
Si -35.3 -8.18 14.999
Si -38.016 -5.441 15.031
Si -35.326 -2.736 15.064
Si -15.106 -1.14 0.301
Si -12.422 1.54 -0.046
Si -14.612 3.843 -0.155
Si -12.082 6.544 0.109
Si -15.082 -6.565 0
Si -11.819 -4.31 0.111
Si -9.127 -1.758 0.1
Si -6.746 1.219 -0.318
Si -9.792 4.41 -0.019
Si -6.374 6.607 -0.097
Si -9.774 -6.68 0.003
Si -23.311 12.466 -0.119
Si -20.299 -1.301 -0.072
Si -17.322 1.007 0.144
Si -20.679 4.17 0.032
Si -17.945 7.074 0.033
Si -20.106 9.295 0.227
Si -17.429 11.785 0.22
Si -13.503 0.055 1.453
Si -10.831 2.704 1.251
Si -13.589 5.329 1.365
Si -10.9 8.122 1.358
Si -13.522 -5.426 1.318
Si -10.737 -2.781 1.45
Si -8.074 -0.012 1.223
Si -21.74 2.537 1.324
Si -8.099 5.516 1.178
Si -21.764 8.059 1.324
Si -8.148 -5.64 1.37
Si -21.636 -2.819 1.202
Si -18.937 -0.104 1.408
Si -16.216 2.737 1.244
Si -19.044 5.379 1.251
Si -16.258 8.133 1.305
Si -18.918 10.709 1.625
Si -16.312 -2.811 1.395
Si -14.897 1.42 2.738
Si -12.188 4 2.701
Si -14.944 6.734 2.658
Si -12.242 -6.837 2.705
Si -14.876 -4.108 2.724
Si -12.15 -1.389 2.711
Si -9.461 1.323 2.592
Si -6.826 4.059 2.571
Si -9.439 6.801 2.642
Si -6.702 -6.931 2.659
Si -9.412 -4.191 2.765
Si -23.017 -1.504 2.65
Si -20.325 1.281 2.709
Si -17.636 4.049 2.599
Si -20.39 6.707 2.692
Si -17.538 9.365 2.869
Si -20.377 12.171 2.697
Si -17.651 -1.478 2.777
Si -16.266 -0.032 4.038
Si -13.535 2.706 4.115
Si -16.309 5.389 4.02
Si -13.582 8.095 4.038
Si -16.209 -5.492 4.112
Si -13.527 -2.743 4.066
Si -10.789 -0.018 4.02
Si -8.139 2.697 3.974
Si -10.809 5.409 3.992
Si -8.088 8.094 4.04
Si -10.849 -5.504 4.07
Si -8.029 -2.752 3.986
Si -21.716 -0.092 4.035
Si -18.971 2.681 4.012
Si -21.768 5.323 4.003
Si -19.015 8.028 4.098
Si -21.798 10.804 3.971
Si -19.04 -2.804 4.1
Si -14.889 -1.366 16.23
Si -12.186 1.339 16.297
Si -14.905 4.074 16.266
Si -12.203 6.802 16.303
Si -14.885 -6.813 16.292
Si -12.156 -4.097 16.255
Si -9.492 -1.376 16.327
Si -23.086 1.352 16.258
Si -9.487 4.082 16.291
Si -23.079 6.737 16.271
Si -9.506 9.493 16.309
Si -23.104 -4.122 16.22
Si -20.345 -1.385 16.191
Si -17.626 1.376 16.209
Si -20.368 4.066 16.269
Si -17.613 6.768 16.246
Si -20.349 9.47 16.214
Si -17.582 -4.103 16.255
Si -13.538 -0.047 17.636
Si -10.848 2.738 17.646
Si -13.587 5.462 17.649
Si -10.827 8.118 17.703
Si -13.461 -5.464 17.622
Si -10.833 -2.77 17.686
Si -8.149 0.036 17.66
Si -21.735 2.714 17.643
Si -8.114 5.414 17.677
Si -21.716 8.134 17.586
Si -8.168 -5.433 17.654
Si -21.703 -2.761 17.515
Si -19.006 0.022 17.517
Si -16.256 2.698 17.601
Si -18.962 5.41 17.606
Si -16.267 8.134 17.622
Si -18.934 10.793 17.546
Si -16.217 -2.708 17.605
Si -14.91 1.322 18.96
Si -12.233 4.097 18.98
Si -14.933 6.823 19.036
Si -12.134 9.518 19.072
Si -14.773 -4.049 18.93
Si -12.182 -1.397 19.023
Si -9.484 1.429 19.039
Si -23.116 4.031 19.047
Si -9.468 6.722 19.063
Si -23.13 9.486 18.904
Si -9.476 -4.11 19.094
Si -6.754 -1.334 18.971
Si -20.323 1.354 18.933
Si -17.596 4.048 18.979
Si -20.296 6.823 18.928
Si -17.594 9.488 18.996
Si -20.315 -4.16 18.801
Si -17.629 -1.281 18.861
Si -16.288 -0.001 20.331
Si -13.602 2.735 20.302
Si -16.294 5.462 20.384
Si -13.566 8.176 20.397
Si -16.145 -5.425 20.203
Si -13.462 -2.751 20.452
Si -10.883 0.037 20.327
Si -8.124 2.756 20.51
Si -10.863 5.364 20.409
Si -8.141 8.117 20.428
Si -10.717 -5.523 20.535
Si -8.15 -2.635 20.355
Si -21.733 0.005 20.202
Si -18.939 2.639 20.328
Si -21.674 5.448 20.234
Si -18.969 8.168 20.4
Si -21.703 10.847 20.158
Si -18.981 -2.727 20.066
Si -15.171 -1.621 21.609
Si -12.142 1.514 21.642
Si -15.132 3.887 21.653
Si -12.024 6.958 21.668
Si -14.626 9.854 21.664
Si -12.274 -4.334 21.803
Si -9.241 -0.988 21.617
Si -23.26 1.029 21.659
Si -9.855 3.73 21.808
Si -22.731 7.051 21.562
Si -9.689 9.092 21.919
Si -6.575 -3.664 21.736
Si -20.595 -1.646 21.339
Si -17.342 1.59 21.744
Si -20.149 4.23 21.495
Si -17.949 6.487 21.715
Si -20.61 9.362 21.588
Si -17.349 -3.807 21.317
Si -13.289 -0.472 -4.006
Si -17.521 -1.569 25.854
Si -11.278 1.331 -2.913
Si -15.53 -3.721 25.941
Si -10.609 3.956 24.609
Si -23.076 5.539 24.245
Si -11.084 -3.877 24.774
Si -16.858 1.217 24.655
Si -20.383 3.133 -2.94
Si -23.52 -8.087 -5.18
Si -9.703 -1.409 24.575
Si -17.874 1.479 -2.823
Si -19.964 0.82 -6.724
Si -13.327 -2.556 -1.903
Si -18.608 -0.607 -4.675
Si -20.751 -2.961 -4.285
Si -21.935 2.885 23.716
Si -17.351 -2.523 -6.591
Si -14.999 -6.323 24.613
Si -12.227 -6.378 25.952
Si -13.261 5.082 23.858
Si -21.948 -5.79 -1.886
Si -14.292 4.325 -3.158
Si -15.821 -7.905 -6.431
Si -16.206 5.805 -5.139
Si -13.047 -2.453 -5.965
Si -9.357 -7.314 25.011
Si -19.296 -4.901 23.492
Si -23.061 7.993 -2.304
Si -13.094 -6.658 -6.983
Si -24.198 -5.523 23.709
Si -18.847 -3.167 -2.164
Si -15.097 1.701 -4.04
Si -10.667 -1.157 -6.77
Si -22.396 -1.663 26.062
Si -8.905 4.383 -2.945
Si -17.42 4.053 26
Si -11.561 4.289 -3.969
Si -24.703 -5.469 -6.584
Si -18.215 6.56 24.666
Si -22.079 2.862 -6.95
Si -23.39 -1.487 -4.398
Si -14.063 0.254 23.863
Si -20.145 -2.04 24.097
Si -14.047 -4.547 -3.862
Si -13.799 7.97 -2.185
Si -17.968 -7.009 -4.322
Si -20.907 6.976 25.716
Si -16.731 7.196 -2.732
Si -12.019 -6.813 -4.103
Si -6.949 -2.927 24.695
Si -21.023 -7.513 -3.981
Si -20.551 4.755 -5.381
Si -16.929 -4.283 -4.193
Si -14.906 -1.386 5.403
Si -12.17 1.31 5.406
Si -14.93 4.065 5.41
Si -12.184 6.751 5.368
Si -14.885 9.454 5.45
Si -12.185 12.198 5.418
Si -9.428 -1.401 5.349
Si -6.774 1.322 5.326
Si -9.483 4.038 5.367
Si -6.741 6.719 5.364
Si -9.466 -6.86 5.393
Si -6.76 -4.121 5.407
Si -20.382 -1.425 5.433
Si -17.638 1.316 5.394
Si -20.374 4.007 5.375
Si -17.651 6.7 5.443
Si -20.406 9.456 5.354
Si -17.64 -4.152 5.42
Si -13.542 -0.04 6.762
Si -10.833 2.69 6.751
Si -13.557 5.419 6.751
Si -10.834 8.107 6.746
Si -13.535 10.835 6.785
Si -10.809 -2.745 6.732
Si -8.113 -0.028 6.725
Si -5.451 2.671 6.734
Si -8.121 5.387 6.732
Si -5.439 8.093 6.769
Si -8.138 -5.473 6.752
Si -5.421 -2.748 6.763
Si -19.006 -0.045 6.757
Si -16.281 2.679 6.755
Si -19.028 5.353 6.773
Si -16.289 8.1 6.769
Si -19.034 -5.512 6.739
Si -16.28 -2.759 6.752
Si -14.914 1.323 8.11
Si -12.205 4.046 8.104
Si -14.915 6.762 8.124
Si -12.177 9.471 8.125
Si -14.919 -4.12 8.113
Si -12.181 -1.402 8.104
Si -9.477 1.324 8.099
Si -6.789 4.034 8.11
Si -9.478 6.751 8.1
Si -6.788 -6.838 8.11
Si -9.485 -4.111 8.113
Si -6.782 -1.387 8.112
Si -20.369 1.304 8.119
Si -17.648 4.017 8.127
Si -20.389 6.749 8.092
Si -17.663 -6.854 8.105
Si -20.387 -4.14 8.097
Si -17.643 -1.404 8.113
Si -16.278 -0.04 9.466
Si -13.564 2.69 9.467
Si -16.283 5.396 9.469
Si -13.555 8.125 9.477
Si -16.292 -5.483 9.456
Si -13.55 -2.757 9.463
Si -10.84 -0.029 9.463
Si -8.144 2.686 9.475
Si -10.847 5.405 9.463
Si -8.145 8.128 9.47
Si -10.835 -5.472 9.478
Si -8.137 -2.746 9.472
Si -21.741 -0.062 9.461
Si -19.008 2.662 9.479
Si -21.744 5.389 9.453
Si -19.022 8.107 9.458
Si -21.745 -5.5 9.458
Si -19.018 -2.771 9.455
Si -14.908 -1.393 10.821
Si -12.201 1.333 10.821
Si -14.919 4.048 10.832
Si -12.197 6.765 10.832
Si -14.923 9.488 10.82
Si -12.196 -4.112 10.829
Si -9.493 -1.387 10.83
Si -6.794 1.336 10.842
Si -9.5 4.05 10.833
Si -6.795 6.776 10.836
Si -9.486 9.492 10.842
Si -6.784 -4.106 10.834
Si -20.373 -1.409 10.823
Si -17.638 1.313 10.833
Si -20.373 4.037 10.812
Si -17.645 6.764 10.817
Si -20.372 9.473 10.82
Si -17.646 -4.121 10.817
Si -13.554 -0.027 12.183
Si -10.858 2.694 12.194
Si -13.555 5.408 12.193
Si -10.849 8.134 12.195
Si -13.558 10.848 12.177
Si -10.841 -2.75 12.193
Si -8.152 -0.022 12.197
Si -5.449 2.704 12.204
Si -8.157 5.424 12.193
Si -5.445 8.144 12.198
Si -8.13 -5.464 12.202
Si -5.444 -2.74 12.204
Si -19.007 -0.045 12.181
Si -16.28 2.687 12.185
Si -19.008 5.402 12.163
Si -16.278 8.126 12.178
Si -19 -5.485 12.177
Si -16.271 -2.758 12.17
Si -14.903 1.345 13.541
Si -12.196 4.06 13.566
Si -14.908 6.778 13.543
Si -12.205 9.497 13.548
Si -14.902 -4.108 13.535
Si -12.192 -1.381 13.547
Si -9.51 1.333 13.558
Si -6.804 4.075 13.554
Si -9.498 6.787 13.569
Si -6.786 9.501 13.578
Si -9.478 -4.1 13.561
Si -6.802 -1.376 13.562
Si -20.37 1.33 13.528
Si -17.644 4.06 13.528
Si -20.364 6.754 13.525
Si -17.626 9.489 13.543
Si -20.355 -4.12 13.534
Si -17.624 -1.394 13.527
Si -16.268 -0.017 14.88
Si -13.546 2.695 14.924
Si -16.266 5.41 14.886
Si -13.554 8.141 14.916
Si -16.242 -5.471 14.899
Si -13.539 -2.749 14.896
Si -10.847 -0.033 14.935
Si -8.168 2.718 14.901
Si -10.853 5.436 14.937
Si -8.145 8.144 14.942
Si -10.829 -5.475 14.904
Si -8.144 -2.728 14.942
Si -21.74 -0.022 14.882
Si -19.018 2.714 14.88
Si -21.725 5.4 14.889
Si -18.989 8.106 14.875
Si -21.724 10.837 14.879
Si -18.967 -2.766 14.882
O -1.056 7.057 -5.817
O -0.036 -2.656 22.185
O 3.725 6.507 23.087
O -6.516 -4.736 -1.328
O 4.781 0.38 -3.883
O 9.481 -3.125 25.554
O -0.492 -7.715 25.111
O 4.554 -3.723 23.039
O 1.28 -7.771 -6.008
O 1.674 -0.867 22.993
O -6.134 1.573 23.074
O -2.597 5.331 22.103
O -2.731 -0.33 -4.311
O 10.751 -2.702 22.046
O -8.172 -1.867 24.858
O -4.052 3.199 22.685
O -3.442 -1.503 -6.494
O -2.457 8.031 -0.478
O 1.472 4.249 22.986
O 1.858 5.973 24.842
O -0.131 6.739 -1.138
O 5.464 -5.505 -0.398
O 6.284 -1.426 23.001
O 9.03 7.25 -1.39
O -4.025 -0.037 25.578
O -2.354 -3.182 -0.544
O 5.417 -8.156 22.101
O 1.142 -7.401 23.016
O -1.559 4.003 -2.65
O -6.847 -1.481 -2.354
O -11.891 0.924 -1.462
O -1.831 1.753 -1.289
O -0.23 -2.713 25.971
O 6.994 3.805 -1.371
O -12.842 5.046 -3.321
O 12.156 -5.811 25.666
O -3.815 -1.056 23.172
O 6.906 4.438 23.063
O 3.883 -3.925 -1.56
O 5.532 -2.541 -3.109
O 1.328 7.724 -3.119
O -9.275 -7.391 -1.375
O 1.051 0.987 -5.281
O -0.017 -0.043 -0.531
O -0.203 2.772 21.735
O 0.887 5.221 -2.993
O 6.911 -2.968 -5.712
O -7.975 -2.903 -0.048
O -1.941 -4.254 23.055
O -0.249 4.341 25.058
O 2.544 2.762 -0.346
O 8.197 -2.813 -0.297
O 8.019 -1.055 25.002
O 5.482 -5.399 24.857
O -2.703 5.319 25.485
O 8.116 -2.786 -3.382
O 7.125 -6.438 23.032
O 5.197 2.699 22.214
O 0.337 4.018 -0.871
O -5.534 -2.161 24.875
O -1.375 -6.761 22.882
O -4.307 -3.936 -5.813
O 3.723 7.718 25.475
O -1.782 0.901 22.623
O -6.015 -5.991 -5.855
O -3.799 3.525 -1.412
O 5.825 -6.899 -4.486
O 0.484 1.329 23.92
O -0.965 -4.34 -3.93
O 0.47 -2.067 -3.588
O -3.861 -6.119 23.019
O 8.812 1.873 -1.309
O -9.594 -0.154 -6.087
O -7.062 6.403 23.023
O -4.409 7.575 -6.004
O 4.453 -4.72 -4.086
O -3.247 2.12 -3.519
O -9.573 -4.44 24.936
O -1.758 -6.551 -2.902
O -3.017 7.967 25.412
O -8.417 -3.596 -2.682
O 5.069 5.392 -0.58
O 11.734 7.381 -5.135
O 1.658 -1.973 -1.25
O 0.914 -3.766 -5.635
O -2.889 -2.343 25.318
O 6.364 1.52 -5.659
O 6.568 7.302 -5.891
O 8.185 -0.015 22.087
O 1.326 3.565 -5.433
O -5.321 5.423 -0.508
O -5.549 0.176 -0.734
O 3.102 1.28 23.049
O 2.238 3.44 25.38
O 0.852 -6.095 -3.567
O -0.973 -6.649 -5.399
O -1.146 4.429 -5.876
O -27.879 4.276 -5.831
O 5.654 -0.006 25.125
O -40.22 1.173 -6.711
O -3.14 5.818 -4.624
O -5.443 -8.074 22.169
O -2.005 1.697 25.074
O 11.029 2.641 -3.993
O 2.765 -5.483 22.216
O 3.509 -3.74 25.449
O -7.2 -1.281 -6.103
O -8.42 -6.394 25.97
O 10.321 -5.739 -7.024
O -7.069 -3.761 23.294
O -4.418 1.231 -5.702
O -0.764 7.034 22.958
O -1.244 0.128 -6.327
O 39.439 4.074 -1.464
O -21.918 -8.112 25.963
O 2.284 0.163 25.33
O 20.33 -6.117 -5.535
O -7.952 -6.044 -3.203
O -14.51 4.442 23.055
O 10.04 -7.307 25.039
O -3.998 -6.511 -1.484
O 17.695 6.93 -5.833
O 16.169 -2.875 22.146
O 19.84 6.287 23.253
O 9.98 -4.502 -1.174
O 18.138 0.73 -6.147
O 25.304 -4.702 22.832
O 15.659 7.168 25.639
O 20.356 -4.273 23.287
O 21.885 -2.047 25.277
O 17.876 -1.103 23.043
O 10.176 1.426 23.016
O 13.552 5.339 22.221
O 14.423 -4.516 25.807
O 27.022 -2.727 22.224
O 10.733 -0.975 25.008
O 11.992 3.395 23.107
O 14.164 -1.698 -3.257
O 13.492 -8.059 -0.311
O 19.166 -6.014 24.798
O 14.858 6.278 -1.167
O 20.639 -3.352 -1.249
O 22.407 -1.62 22.829
O 25.398 7.288 -1.588
O 12.287 -3.182 25.06
O 16.288 -5.341 -0.447
O 21.552 8.082 22.303
O 14.866 4.274 -2.767
O 12.08 -4.193 -5.758
O 15.006 2.222 -1.159
O 16.673 -5.634 24.239
O 21.095 1.855 -1.594
O 26.625 -3.649 25.281
O 12.573 -1.274 23.172
O 14.651 -3.468 -1.326
O 21.553 2.573 22.228
O 6.831 1.894 -3.099
O 21.956 -2.429 -3.419
O 21.885 -5.413 -0.337
O 9.469 3.832 23.176
O 19.481 -7.436 -3.427
O 7.124 -7.274 -1.347
O -31.231 -1.549 -1.361
O 16.305 0.113 -0.352
O 18.44 4.196 22.631
O -30.407 4.249 22.807
O 21.211 -3.735 -5.824
O -21.409 1.49 -6.436
O 14.581 -4.957 22.761
O -45.119 -8.059 25.303
O 18.953 2.803 -0.352
O 22.336 -1.273 -1.096
O -40.573 -1.907 -3.311
O 16.964 2.698 -2.926
O 24.678 1.741 -3.878
O 23.335 -6.471 23.084
O 8.145 -6.995 -5.891
O 34.145 4.087 23.381
O -17.325 2.556 25.419
O -41.82 0.885 24.779
O 16.787 4.274 -0.919
O 23.696 3.807 23.15
O 15.616 -2.168 25.892
O 14.544 -7.135 24.424
O 15.104 0.86 23.308
O 44.643 3.141 -1.195
O -21.566 2.065 -3.241
O -12.811 -5.522 -3.516
O 7.798 7.941 -3.642
O 12.83 4.425 -1.264
O 26.497 -1.125 25.797
O 15.394 2.812 25.021
O 17.229 7.707 -3.426
O 18.569 -3.339 -3.432
O 12.108 -6.794 23.278
O 24.685 -7.934 25.115
O 8.76 3.654 -3.254
O 16.12 -7.044 22.225
O 8.749 6.326 22.907
O -35.158 4.145 -3.067
O 16.047 -3.556 -3.576
O 14.235 4.009 -6.621
O -6.219 4.054 23.766
O 13.552 -4.236 -3.579
O 25.786 -1.308 -5.472
O -35.408 8.091 -3.57
O 21.852 5.528 -0.096
O -47.469 5.404 -7.046
O 25.482 1.49 -1.398
O 13.547 2.283 -4.595
O 17.62 -1.794 -1.495
O 12.501 4.901 -5.101
O 17.322 -1.763 -6.406
O -44.724 1.254 -1.375
O 13.272 -0.876 25.697
O 40.965 -7.86 -3.347
O 23.945 7.01 -4.814
O 24.26 -0.01 22.064
O -21.522 -6.041 -3.438
O 10.744 5.586 -0.332
O 10.676 0.168 -0.455
O 19.678 0.846 22.981
O 8.779 -4.627 -5.276
O 34.05 -5.309 22.803
O 19.572 4.213 24.979
O -47.896 7.445 -5.357
O 13.433 4.672 25.448
O 9.425 -2.121 -5.633
O -22.623 -4.376 -1.52
O 15.5 0.418 25.98
O 19.953 -1.2 -2.427
O -15.269 1.256 24.287
O -30.998 4.591 -7.008
O 11.722 -2.38 -3.875
O -44.063 3.613 -2.451
O 36.508 7.227 23.537
O 17.933 -7.17 -1.343
O 10.624 7.985 22.041
O 44.872 -3.578 -5.749
O 25.429 6.635 23.304
O -19.049 -8.112 -0.388
O 18.583 -5.658 22.03
O 21.834 -6.462 -3.327
O -13.57 -3.76 -5.189
O 8.005 -5.054 25.105
O 20.135 6.738 -1.488
O 10.401 -5.008 23.933
O -8.854 -1.543 -4.074
O -38.869 1.755 -1.742
O 15.588 6.741 23.077
O 20.575 4.23 -2.4
O -19.475 -7.585 -4.347
O -31.391 -7.488 23.067
O -47.061 7.193 -2.808
O 19.484 -0.782 25.045
O 29.769 2.778 -6.916
O 9.437 -6.718 -2.493
O 40.388 -6.411 22.569
O -19.418 -1.837 -1.372
O 11.792 -6.385 -1.356
O 37.348 4.931 -2.948
O 32.464 -2.586 22.328
O -21.926 4.072 -5.904
O 26.622 -4.195 -1.211
O 36.697 0.711 -1.025
O 41.905 -4.549 23.425
O 32.539 -8.146 25.345
O 36.46 -4.759 23.406
O 33.5 1.776 24.423
O 34.075 -0.466 22.952
O 25.609 1.935 23.064
O 29.726 5.378 22.179
O 26.788 3.134 -2.946
O 45.613 -1.3 23.29
O -20.271 3.503 -1.381
O 28.314 3.544 23.313
O 29.457 -3.253 -2.957
O 30.278 -8.017 -0.543
O -21.635 5.781 24.923
O -10.521 5.194 25.635
O 32.474 6.761 -1.361
O 38.117 -5.465 -0.175
O 39.623 -1.302 23.481
O 41.696 7.169 -1.155
O 25.669 -7.755 -6.133
O 32.763 -5.289 -0.121
O 38.273 -7.986 22.117
O 32.721 -7.537 22.752
O 31.312 4.182 -2.783
O 28.926 -1.623 -1.084
O 24.206 5.881 25.439
O 30.269 6.432 -3.71
O 31.235 2.217 -0.955
O 31.076 4.524 -5.412
O 11.636 1.095 -6.041
O 26.961 0.604 -3.509
O 43.896 -6.001 25.738
O 28.672 -0.85 23.129
O 22.108 5.681 -6.11
O 39.716 4.728 23.356
O 36.845 -3.334 -0.973
O 38.685 -3.165 -2.856
O 33.082 2.244 -2.798
O 25.934 -3.697 -4.565
O 22.933 -5.776 -5.541
O 23.671 -7.208 -1.058
O 33.839 1.505 -5.145
O 32.68 0.147 -0.181
O 32.422 2.591 22.101
O 34.914 -6.376 -0.989
O 36.732 1.689 -6.416
O 24.549 -2.678 -0.392
O 30.614 -4.312 23.232
O -10.886 -2.331 25.22
O 35.315 2.745 -0.187
O 36.787 -1.337 -2.683
O 35.257 -6.888 24.429
O 38.287 -3.268 22.671
O 31.34 1.001 -5.8
O 34.853 3.564 -6.783
O 27.674 2.288 25.583
O 36.536 -6.681 -3.026
O 7.331 -7.395 25.501
O 38.116 2.908 22.3
O -43.705 6.101 25.251
O 29.704 0.941 24.885
O 32.348 -3.15 25.697
O -9.717 0.952 -2.89
O 29.997 -5.072 -5.343
O 33.324 -0.239 -7.071
O 31.014 0.335 22.824
O -42.23 -8.037 25.401
O -11.487 -2.076 -5.715
O 28.828 3.782 -1.333
O 38.644 -7.542 -4.313
O 18.642 3.067 -4.949
O 31.074 -5.281 -2.888
O 30.957 -3.565 -0.854
O 28.545 -5.967 23.032
O -24.13 2.484 -3.498
O -19.89 -1.19 22.743
O 26.04 4.046 24.466
O 19.821 -1.37 -5.724
O -7.64 0.731 -4.414
O -45.974 7.652 -7.025
O 47.223 2.825 25.222
O 22.927 -3.993 23.712
O 27.666 -5.236 -3.492
O 48.242 0.64 -6.023
O -25.786 -2.3 25.549
O -20.096 -3.747 -3.024
O 39.087 2.595 -5.863
O 41.09 2.379 -0.307
O 26.688 6.882 25.694
O 34.72 -1.11 -1.118
O 34.128 -8.044 -5.525
O 33.306 -3.388 -5.308
O -14.918 4.472 -1.653
O 30.491 -1.524 24.824
O 35.139 0.634 -3.118
O 40.305 6.952 -5.317
O 41.021 0.248 22.207
O -20.849 -5.749 25.828
O 27.219 5.603 -0.529
O 27.266 0.089 -0.187
O 36.48 1.177 23.206
O -43.939 1.81 25.906
O 19.717 -3.426 25.619
O 35.188 3.287 25.723
O 34.381 8.093 -2.639
O 32.362 -5.892 -5.08
O 30.829 -2.526 -5.483
O 31.543 7.442 -5.8
O 32.786 -0.564 25.166
O 2.958 2.186 -3.794
O -48.495 4.317 25.472
O 34.595 -5.473 -6.225
O 29.323 -0.669 -3.499
O -39.247 -5.947 -5.437
O -4.839 6.279 24.437
O -29.745 -3.928 -4.198
O 27.064 -8.006 22.231
O 28.248 -3.334 -5.513
O 32.02 -2.81 -3.11
O 23.586 -2.711 -5.528
O -47.263 -4.076 -2.788
O 34.608 -4.437 25.265
O -43.634 -5.467 -0.283
O 43.143 3.117 25.497
O 36.563 -7.002 -5.643
O -21.455 -0.21 -0.524
O -26.228 1.413 -2.37
O 28.707 0.881 -5.496
O 31.014 7.096 23.471
O 29.144 1.89 -3.058
O 32.754 -0.871 -4.635
O 38.605 -2.672 25.437
O 35.383 3.211 -3.654
O 35.336 0.081 25.176
O -21.671 -8.117 22.056
O 26.231 -6.662 -1.719
O 30.664 -6.694 24.307
O 41.422 3.032 -4.835
O 28.645 -5.991 -1.206
O -25.333 3.67 -1.385
O -48.916 -2.635 22.212
O -45.195 6.641 23.142
O 42.38 -4.565 -0.974
O -43.883 1.388 -3.838
O -39.97 -4.198 23.157
O -48.647 7.743 25.389
O -43.813 -3.081 22.357
O -45.609 -0.813 25.174
O -46.98 -1.049 22.983
O 42.806 1.9 23.148
O 46.41 5.531 22.402
O 43.028 1.97 -3.027
O -38.198 -2.622 22.049
O 37.951 0.448 25.326
O 44.726 3.728 23.284
O 46.334 -5.79 -6.4
O 46.029 -8.161 -0.291
O -47.16 4.464 23.218
O -46.386 5.928 25.28
O 47.717 6.538 -1.32
O -17.516 -3.135 -3.157
O -42.054 -1.484 23.479
O -39.956 7.345 -1.107
O -12.667 6.314 23.009
O -48.958 -5.303 -0.178
O -43.374 8.113 22.11
O -47.474 -7.303 23.272
O 45.508 2.659 -3.656
O 44.855 -1.6 -1.215
O 8.562 -3.642 22.976
O 48.001 4.834 -6.379
O 47.54 2.088 -1.114
O 40.736 -2.746 -0.139
O -41.786 4.192 -1.271
O 44.597 7.465 -5.297
O -42.527 2.201 -5.958
O -25.231 -6.522 22.986
O 33.126 4.073 -0.906
O -41.712 4.458 23.172
O -45.295 -3.625 -1.156
O 45.481 -7.978 25.481
O -48.857 2.38 -3.221
O 42.282 4.429 23.418
O 41.439 -6.856 24.93
O 39.766 -7.355 -1.055
O -47.725 3.925 -4.957
O -48.977 -0.011 -0.327
O -48.929 2.762 22.304
O -47.284 -7.091 -1.106
O -43.147 -1.505 -3.982
O 24.453 -2.124 24.511
O 47.182 -4.359 22.978
O -30.055 0.717 -4.694
O -46.387 2.777 -0.21
O -42.487 -1.433 -1.488
O -36.538 -5.913 -5.389
O 2.957 -2.639 -3.538
O -17.98 1.562 -1.223
O -41.08 5.886 25.261
O 40.564 -6.892 -5.981
O -28.189 4.128 24.328
O -41.414 -6.933 23.048
O -43.505 2.684 22.349
O -48.478 4.007 -1.144
O 30.218 -7.354 -4.176
O 45.416 5.041 -5.737
O 46.338 -5.339 25.232
O 44.601 -1.529 -3.848
O 19.368 6.12 -3.889
O 46.834 1.422 23.032
O -19.316 4.029 -6.162
O -30.354 5.135 25.185
O 23.573 -4.453 -3.396
O -43.815 7.72 -3.971
O 46.879 0.058 25.184
O 48.563 -5.296 -3.869
O 22.448 3.003 -3.824
O 45.033 -6.48 23.345
O -41.792 2.975 -3.569
O 45.745 0.48 -5.289
O 48.089 -6.634 23.96
O 41.332 6.756 22.913
O 46.31 -7.076 -4.042
O 46.955 -1.094 -2.918
O 46.44 2.742 -6.108
O 40.85 -1.266 -6.806
O 34.82 5.535 -2.474
O 2.322 -0.173 -2.978
O 47.246 4.275 -2.52
O -43.613 5.689 -0.265
O -6.708 7.361 -1.512
O -37.644 2.791 25.591
O 45.114 0.656 -2.199
O -47.273 -1.872 -1.233
O 46.366 6.641 -3.634
O -45.971 3.384 25.298
O 41.199 5.824 25.366
O 46.866 -2.386 25.522
O 32.963 6.444 -3.967
O -40.078 -3.186 25.649
O -40.474 0.271 22.575
O 21.407 7.949 -5.079
O 43.438 5.354 -0.373
O 43.151 0.256 -0.212
O -45.399 1.028 23.266
O -5.05 0.171 -3.329
O -18.533 -5.236 24.859
O -24.322 -0.133 22.101
O 48.682 -7.77 -3.28
O -34.416 -4.457 -6.324
O 42.706 -3.135 -4.24
O 48.855 -6.461 -6.236
O 44.934 1.531 24.989
O -44.125 -3.731 -4.858
O -11.358 2.908 -3.17
O -12.884 -8.033 -3.476
O 27.071 -5.614 -6.027
O 28.909 7.244 -5.83
O -35.041 -2.035 25.353
O -33.613 2.644 25.305
O 43.394 -8.102 22.231
O -7.417 1.583 -1.782
O 48.937 -2.635 -4.033
O -7.664 5.371 -2.869
O -45.885 -5.248 22.361
O 16.363 2.684 22.058
O -13.536 2.656 -0.46
O 46.946 -5.81 -2.042
O -45.697 -6.997 -3.152
O 21.446 -5.452 25.592
O -45.181 7.639 -1.081
O -39.299 4.277 24.246
O 48.389 7.273 23.027
O -23.961 8.078 -3.632
O 47.044 -1.673 -5.532
O -5.758 6.69 -3.949
O -23.134 3.956 23.917
O -47.621 0.763 24.776
O -34.542 0.596 -5.123
O 42.842 -5.579 -3.292
O 43.824 2.208 -5.505
O -45.093 -1.346 -5.731
O 44.032 -6.641 -1.117
O -31.502 6.984 -5.97
O -32.583 -2.762 22.226
O -28.938 6.38 23.173
O -39.318 -4.149 -1.407
O -34.544 -4.013 -1.315
O -23.513 -4.494 22.688
O -31.628 7.656 25.444
O -28.11 -4.302 23.378
O -30.857 -6.841 -6.933
O -30.873 -0.994 23.144
O -38.618 1.961 23.221
O -35.12 5.457 22.329
O -39.041 1.551 -4.379
O -21.788 -2.689 21.761
O -17.151 -7.366 -5.674
O -36.853 3.853 23.317
O -33.835 -1.603 -2.015
O -35.524 -7.084 -1.158
O -20.468 6.322 -5.786
O -31.668 6.266 -2.029
O -34.484 6.956 -1.44
O -27.439 -5.369 -0.338
O -25.961 -2.03 22.91
O -23.599 6.871 -1.3
O -36.492 -3.713 23.924
O -32.677 -5.613 -0.316
O -27.102 8.081 22.231
O 47.155 -3.494 -0.995
O 42.358 -5.111 -5.856
O -36.264 -1.989 -1.174
O -25.857 2.556 -6.181
O -41.819 -5.059 -5.345
O -34.262 2.201 -1.309
O -32.334 -5.005 25.993
O -27.207 5.327 -0.549
O -42.518 5.496 -3.515
O 43.399 -1.495 -6.186
O -36.426 -1.191 23.268
O -45.714 -5.621 25.976
O -25.822 4.411 23.3
O -29.483 -4.174 -1.503
O -26.121 -4.573 -3.592
O -30.523 4.091 -1.687
O 36.99 -1.386 23.758
O -30.737 8.155 -3.403
O -42.096 -7.438 -1.102
O -32.157 -0.322 -3.547
O -32.657 0.232 -0.281
O -32.551 2.847 22.017
O -30.885 -7.662 -0.902
O -26.969 -2.921 -5.462
O -40.799 -2.658 -0.068
O -34.242 -4.664 22.998
O 2.61 -6.15 25.985
O -29.81 2.351 -0.183
O -26.158 -1.067 -1.508
O -36.59 4.137 -1.148
O 4.291 5.052 25.188
O -20.246 -3.621 23.742
O -14.325 -3.565 -2.629
O -4.593 2.423 25.102
O -28.382 -5.906 -3.083
O -17.69 1.04 23.254
O -27.241 2.567 22.162
O -17.006 5.176 -6.372
O -37.653 -1.989 25.513
O -32.429 -2.444 25.514
O -34.998 -5.215 25.417
O 10.683 2.663 25.327
O -20.797 -3.815 -5.661
O -34.107 1.13 23.188
O 32.679 4.065 25.562
O -41.246 7.783 -3.352
O -33.198 -7.289 -2.55
O -26.543 -7.09 -4.47
O -31.652 1.356 24.071
O -31.126 -5.697 -3.058
O -18.912 -1.829 25.094
O -38.025 -8.131 22.338
O 39.574 -5.13 24.692
O -36.704 1.675 -5.962
O 12.241 0.235 -3.605
O -39.975 6.465 22.969
O 27.153 -1.981 -3.059
O -32.054 -2.962 -3.381
O -37.792 3.567 -3.369
O -39.861 -0.745 24.943
O -37.862 -5.394 -3.254
O -41.249 -5.479 25.083
O -28.454 -7.148 -6.255
O -12.02 -4.771 25.741
O -26.407 3.647 -3.793
O -28.211 0.432 -0.971
O -23.31 1.306 -1.415
O 17.914 -0.826 -3.997
O 46.576 -3.551 -3.585
O -31.97 -3.859 -5.835
O 17.529 5.687 24.542
O -4.242 -1.782 -1.671
O -21.259 2.531 25.137
O -23.239 -3.033 25.961
O -45.621 -2.115 -3.298
O -28.162 -1.975 24.382
O -38.38 5.501 -0.148
O -38.021 -0.189 -0.392
O -29.164 0.989 23.188
O -14.222 -1.717 -0.907
O -15.053 -4.706 24.758
O -39.406 -0.892 -5.403
O 48.856 -4.286 24.988
O -10.459 -6.925 -3.678
O 33.592 5.879 -6.436
O -32.517 -7.11 -5.035
O -33.429 0.006 25.496
O 24.405 -6.996 -3.492
O -33.739 4.711 -0.673
O -9.24 3.861 -1.444
O -39.707 -7.605 24.983
O -26.431 0.005 24.466
O 12.313 -1.448 -1.512
O -14.617 0.268 -3.467
O -9.407 -1.441 -1.487
O 44.771 -4.311 -1.95
O -13.791 -1.131 -5.399
O -23.173 -1.364 -5.998
O -29.878 -5.611 22.141
O -30.338 -3.683 24.656
O 7.139 -0.525 -4.048
O 35.765 5.373 -5.039
O 13.105 6.369 -3.064
O -38.602 -5.264 25.113
O -29.095 6.909 -1.535
O -16.244 -6.852 25.45
O -33.252 7.035 23.312
O -15.552 -5.146 -3.978
O -13.567 -6.84 25.172
O 10.68 5.377 -3.475
O -36.574 -0.885 -5.06
O -30.214 -0.121 25.532
O -19.651 7.31 24.748
O -39.903 -6.593 -2.231
O -37.904 -7.869 -4.191
O -15.254 -6.873 23.11
O -37.825 -6.028 -0.674
O -15.349 7.063 -5.689
O -16.327 -2.718 21.99
O 37.761 5.679 -0.433
O 17.415 -5.836 -3.547
O -11.808 4.061 -5.554
O -12.183 -3.417 -1.195
O -18.311 4.971 24.992
O -11.634 -3.939 23.254
O -14.604 -6.84 -6.411
O -14.646 -0.979 23.004
O -22.549 1.561 23.028
O -19.087 5.351 22.017
O 28.218 4.824 25.693
O -5.31 -2.666 21.875
O -23.03 -6.375 24.415
O -20.787 3.516 22.796
O 44.517 -1.393 25.666
O -26.254 2.515 25.055
O -20.654 -6.069 -0.969
O -13.693 5.669 25.288
O -17.333 6.557 -1.385
O -10.807 -5.479 -0.43
O -9.953 -1.509 22.98
O -33.837 -1.893 -5.736
O 5.896 -2.724 25.128
O -16.257 -5.497 -0.404
O -10.916 8.045 22.172
O 29.013 -4.823 25.363
O -19.012 2.449 -3.377
O -19.769 -1.688 -4.451
O -0.199 -5.178 -0.449
O 24.543 -5.402 25.211
O -36.319 -6.277 23.26
O 43.609 -2.764 22.421
O 24.584 3.704 -5.588
O 21.975 4.571 25.79
O 4.111 1.134 -1.516
O 10.939 5.731 25.283
O -18.416 -4.175 -1.004
O -18.086 -5.407 -4.232
O -24.066 6.901 -5.916
O -32.243 0.171 -6.164
O -16.504 2.086 -3.39
O 0.498 2.569 -3.162
O -17.241 6.325 -3.996
O -26.056 -6.691 -1.926
O -8.89 7.516 25.406
O -16.197 -0.093 -0.317
O -16.288 2.807 22.051
O -14.361 -7.046 -1.388
O -12.143 3.93 24.072
O 17.607 -8.116 24.104
O -18.097 -4.603 22.492
O -23.241 -0.019 -3.718
O -17.981 -0.074 -3.289
O -44.752 -6.796 -5.679
O 25.737 5.881 -6.416
O 6.9 -1.062 -1.522
O -15.149 1.736 -5.65
O -10.935 -7.134 25.338
O -26.292 -5.771 -6.742
O 23.037 3.651 -1.38
O -9.104 -6.97 23.43
O -10.902 2.493 22.058
O -26.24 7.95 -6.846
O -15.951 4.694 26.055
O -24.584 -4.126 -5.705
O -43.395 -6.007 -3.602
O 8.354 4.966 25.176
O 36.43 7.807 -1.07
O 39.078 -2.655 -5.377
O 47.04 7.954 -6.069
O -9.602 4.233 23.353
O -17.344 7.196 25.859
O -17.14 -0.019 25.661
O -38.12 -2.55 -3.827
O -1.022 -0.67 24.593
O -12.07 0.59 -4.123
O -20.142 -6.158 22.931
O -8.401 3.083 -3.752
O -17.522 -1.179 -5.718
O -8.053 0.033 22.128
O -23.332 6.375 22.9
O 39.366 6.611 -2.29
O -21.803 5.291 -0.333
O -3.642 8.049 -3.432
O 4.597 2.366 25.772
O 16.099 2.918 -5.308
O -36.691 1.164 -3.392
O -24.833 -2.174 -4.063
O -10.95 5.495 -0.438
O -7.11 5.612 25.548
O -9.92 0.072 25.133
O -10.213 2.604 25.387
O -14.03 2.763 -3.474
O -15.248 4.776 -4.373
O -16.643 -3.595 -5.621
O -24.139 6.075 25.296
O -21.545 -1.512 24.703
O -24.083 -6.735 -5.828
O 48.816 5.946 -3.644
O 42.711 5.696 -5.481
O -20.522 4.505 -3.793
O 38.665 -0.069 -6.109
O 23.075 1.687 -6.005
O -12.915 0.996 22.988
O -8.264 7.798 -3.57
O -31.079 4.996 -4.324
O 20.503 1.715 -6.139
O 24.273 2.378 25.343
O -4.043 -5.791 -4.038
O -22.218 -2.457 -3.86
O 40.483 -4.554 -4.112
O 14.587 1.44 -6.777
O 37.787 -7.095 24.842
O -33.319 5.05 -5.935
O -10.175 5.087 -3.68
O -16.29 -2.457 25.265
O -47.583 -4.374 -5.459
O -47.392 1.377 -5.314
O 37.945 -4.992 -4.582
O 41.96 0.462 -5.097
O 3.394 -6.951 -3.291
O -21.917 -7.888 -5.274
O -13.462 -5.408 22.111
O -12.695 -1.589 -3.009
O 1.75 -6.853 -1.236
O -25.008 -4.662 24.794
O -17.22 -7.604 -3.007
O -15.108 7.141 -2.649
O -19.251 0.712 -5.307
O -30.665 -1.709 -5.203
O -17.511 6.898 23.24
O -36.71 -3.343 -5.913
O -37.055 6.067 -3.136
O 24.543 -1.991 -3.243
O -33.427 -7.022 24.632
O -13.412 -0.347 25.201
O -21.5 7.777 -2.789
O -23.08 -6.909 -1.512
O -27.862 1.789 -4.884
O -39.925 -3.387 -5.538
O 17.444 -4.308 -5.668
O -12.879 7.143 -1.165
O 3.645 -6.564 -5.87
O -32.738 3.799 -2.847
O -42.306 -3.747 -2.981
O -12.088 -6.753 -5.717
O -28.195 -0.643 -5.992
O -7.129 -4.036 25.864
O 40.485 4.793 -6.593
O -24.459 -2.773 -0.561
O 13.045 7.321 25.564
O 11.062 -4.962 -3.485
O 38.705 -1.376 -0.928
O -6.149 -4.264 -3.906
O -27.882 -0.372 -3.421
O 6.152 -0.752 -6.775
O 21.956 6.101 -3.393
O -26.277 4.948 25.966
O -1.285 -2.325 -5.446
O -2.319 -5.877 25.195
O 28.919 4.298 -3.933
O -36.477 6.792 -5.597
O 17.064 5.069 -4.112
O -42.028 6.955 -5.703
O 17.512 1.061 24.485
O -35.568 -2.911 -3.53
O 2.646 6.489 -1.264
O -46.245 2.446 -3.237
O -41.391 0.523 -4.405
O 9.697 4.345 -5.615

Results
total energy: -609923.117 eV
total energy less fixed offsets of O -438.25, Si -107.07 eV per atom: -3.917 eV

Forces (eV/angstrom) on atoms 325 to 998 of the 3024, counted in the order above; the others are left out for length: element, x, y, z
Si -0.002 -0.001 0.005
Si 0.014 -0.021 0.002
Si -0.002 0.001 0.011
Si -0.015 0.003 0.005
Si -0.006 0.009 0
Si 0.001 -0.005 0.009
Si 0.01 -0.017 -0.002
Si -0.012 0.003 -0.002
Si -0.005 0.002 0.001
Si 0.003 0.003 -0.002
Si 0.006 -0.001 0.008
Si -0.004 -0.003 -0.001
Si 0 0.007 0.003
Si 0 0.014 0.001
Si 0.005 -0.006 -0.001
Si 0.004 0.007 0.003
Si 0.007 -0.005 0.003
Si 0.01 -0.005 0.004
Si -0.004 0.003 0
Si 0 0.019 0.002
Si -0.008 -0.005 0.003
Si -0.002 0.002 -0.001
Si -0.007 -0.005 0.012
Si -0.005 0.005 0.008
Si 0.005 0.012 0.008
Si 0.013 0.011 0.007
Si 0.005 0.003 0.002
Si 0.01 0.007 0.008
Si -0.008 0 0.001
Si 0.002 -0.001 -0.001
Si 0.009 -0.008 0
Si 0.003 -0.001 -0.003
Si -0.005 0.007 0.009
Si -0.001 -0.003 0.011
Si -0.006 -0.002 0.004
Si 0.009 0.002 0
Si 0.358 -0.142 0.683
Si 0.181 -0.393 0.595
Si -0.013 0.167 0.66
Si -0.317 0.377 0.605
Si 0.133 -0.075 0.697
Si -0.32 0.108 0.723
Si -0.052 0.201 0.637
Si -0.205 0.281 0.658
Si 0.359 -0.285 0.621
Si -0.186 0.267 0.64
Si 0.114 -0.118 0.71
Si 0.136 -0.21 0.762
Si 0.211 -0.148 0.713
Si -0.268 0.075 0.701
Si 0.11 -0.321 0.723
Si 0.228 -0.061 0.787
Si -0.209 0.196 0.741
Si -0.153 0.087 0.672
Si -0.008 0.015 -0.035
Si -0.017 -0.005 -0.051
Si 0.012 0.022 -0.073
Si -0.002 -0.01 -0.035
Si 0.016 -0.012 -0.045
Si 0.002 0.013 -0.069
Si 0.015 -0.006 -0.048
Si 0.007 -0.005 -0.046
Si 0.023 0.011 -0.009
Si 0.032 -0.011 -0.056
Si 0.008 0.029 -0.04
Si 0.01 0.002 -0.047
Si -0.015 -0.019 -0.028
Si 0.007 -0.029 -0.007
Si 0.009 0.001 -0.061
Si 0.004 0.006 -0.057
Si 0.008 -0.014 -0.052
Si 0.009 -0.012 -0.027
Si 0.053 -0.046 0.015
Si -0.014 -0.017 0.038
Si -0.012 0.001 0.019
Si 0.001 0.026 0.022
Si -0.013 -0.026 0.014
Si -0.042 0.016 -0.008
Si 0.029 -0.003 0.013
Si -0.01 0.005 0.012
Si -0.006 -0.006 0.011
Si -0.012 -0.027 0.007
Si 0.035 -0.017 0.023
Si -0.012 -0.022 0.052
Si -0.005 0.012 0.024
Si -0.023 0.009 0.011
Si -0.018 0.026 0.038
Si -0.015 -0.007 0.05
Si -0.015 -0.02 0.006
Si 0.014 0.024 0.003
Si 0.012 0.002 -0.014
Si -0.002 0.004 0.007
Si 0.001 0.013 0.021
Si -0.001 0.008 0.01
Si 0.006 -0.008 -0.012
Si 0.009 0.002 0.016
Si -0.015 -0.011 0.008
Si 0.004 0.007 -0.008
Si -0.015 0.007 0.011
Si 0.016 0.001 -0.008
Si 0.003 0.005 -0.003
Si 0.003 0.009 0.003
Si 0.019 -0.005 0
Si -0.012 -0.007 0.016
Si 0.008 0 -0.01
Si 0.005 0.005 0.003
Si 0.018 0.005 0.006
Si 0.005 0.021 0.01
Si -0.013 -0.013 -0.016
Si -0.002 -0.008 -0.007
Si 0 -0.023 -0.002
Si 0.005 0.016 -0.007
Si -0.005 -0.014 -0.004
Si -0.02 0.013 0.005
Si -0.013 -0.002 -0.007
Si -0.004 0.009 -0.005
Si 0.007 0.013 -0.008
Si 0.006 0.008 -0.011
Si -0.018 0.001 0.008
Si 0.007 -0.003 -0.011
Si -0.019 0.007 -0.014
Si 0.018 -0.008 -0.006
Si -0.005 -0.004 0
Si -0.003 -0.007 0.01
Si -0.008 -0.016 -0.009
Si -0.02 -0.016 0.013
Si 0.018 -0.002 -0.013
Si -0.021 -0.007 0.001
Si 0.022 -0.018 -0.008
Si -0.002 -0.01 0.015
Si 0 -0.007 0.021
Si 0.013 -0.001 0.001
Si -0.01 -0.018 -0.004
Si -0.003 -0.013 0.002
Si -0.017 0.004 -0.017
Si 0.004 -0.005 0.01
Si 0.003 0.002 -0.016
Si 0.003 -0.012 0.004
Si 0.005 -0.014 0.001
Si 0.001 0.015 0.011
Si 0.011 0.007 0.032
Si 0.006 0.027 0
Si 0.027 0.017 -0.014
Si 0.014 0.012 -0.005
Si -0.04 0 -0.016
Si 0.038 0.015 -0.013
Si 0.007 0.019 0.007
Si -0.013 -0.009 -0.037
Si 0.052 0.03 -0.034
Si -0.055 -0.01 -0.02
Si 0.009 -0.013 -0.027
Si -0.012 0.019 -0.009
Si -0.027 -0.008 -0.018
Si 0.015 0.013 -0.015
Si 0 -0.024 -0.014
Si -0.001 0.004 -0.029
Si 0 0.03 -0.002
Si -0.017 -0.019 -0.047
Si 0.019 -0.01 -0.031
Si -0.065 -0.031 -0.021
Si -0.024 -0.017 -0.01
Si 0.023 -0.017 -0.016
Si 0.008 -0.005 0.053
Si 0.049 -0.018 0.022
Si 0.007 -0.01 0.043
Si 0.052 -0.018 0.045
Si -0.042 0.051 -0.001
Si 0.014 0.002 0.06
Si -0.009 0.007 0.059
Si -0.029 0.014 0.043
Si 0.004 0.009 0.035
Si -0.007 0.001 0.029
Si 0.018 0.004 0.075
Si 0.009 0.017 0.063
Si 0.01 -0.012 0.048
Si 0.038 0.004 0.041
Si 0.019 -0.017 0.051
Si 0.019 0.003 0.047
Si 0.013 -0.004 0.032
Si 0.006 0.012 0.046
Si 0.152 0.157 -0.768
Si -0.12 -0.139 -0.695
Si -0.022 0.203 -0.696
Si -0.172 -0.18 -0.691
Si 0.113 -0.176 -0.556
Si 0.159 0.192 -0.653
Si -0.059 -0.184 -0.731
Si 0.073 0.313 -0.701
Si 0.047 0.32 -0.657
Si -0.123 -0.245 -0.704
Si 0.085 0.118 -0.762
Si -0.13 -0.01 -0.675
Si 0.209 0.254 -0.674
Si -0.356 -0.207 -0.685
Si -0.22 -0.104 -0.711
Si 0.022 0.266 -0.706
Si 0.292 0.292 -0.754
Si -0.174 -0.066 -0.644
Si -0.049 0.202 0.058
Si 0.047 -0.148 0.017
Si 0.027 -0.014 -0.027
Si -0.163 -0.015 0.135
Si -0.026 0.105 0.09
Si -0.075 0.079 -0.136
Si -0.022 0.079 -0.096
Si 0.053 -0.075 -0.204
Si -0.093 0.013 0.091
Si 0.061 0.067 0.099
Si 0.047 0.04 0.069
Si -0.081 -0.038 0.146
Si -0.014 0.078 -0.071
Si 0.031 -0.007 0.05
Si 0.004 -0.096 -0.027
Si 0.028 -0.057 0.022
Si 0.085 -0.073 0.064
Si 0.108 0.186 -0.113
Si -0.059 -0.048 -0.076
Si 0.109 0.006 -0.02
Si 0.092 0.015 -0.086
Si 0.064 -0.065 0.186
Si 0.156 0.096 0.055
Si -0.106 -0.067 -0.238
Si 0.039 -0.036 0.101
Si 0.096 -0.058 0.257
Si 0.01 -0.126 -0.164
Si -0.006 0.1 -0.154
Si -0.009 0.002 0.195
Si 0.1 -0.065 -0.029
Si -0.048 0.107 -0.134
Si 0.008 0.126 -0.052
Si 0.078 0.001 -0.014
Si -0.096 -0.065 -0.236
Si 0.012 0.089 -0.077
Si 0.052 -0.108 -0.027
Si -0.099 0.005 -0.062
Si -0.11 0.02 -0.149
Si -0.033 0.06 -0.076
Si -0.014 0.017 -0.092
Si 0.173 -0.062 -0.02
Si -0.001 0.042 0.022
Si -0.016 0.014 -0.034
Si 0.007 -0.105 -0.035
Si -0.036 -0.081 0.046
Si 0 -0.047 -0.02
Si 0.051 -0.087 0.097
Si 0.225 -0.03 -0.09
Si -0.052 0.007 0.077
Si 0.053 0.048 0.032
Si 0 -0.029 -0.037
Si -0.15 0.146 -0.057
Si -0.067 0.143 -0.013
Si 0.038 0.036 -0.041
Si -0.011 0.019 0.004
Si -0.018 -0.005 0.012
Si -0.006 -0.012 -0.003
Si 0.013 -0.005 0.012
Si -0.013 0.009 0.007
Si 0.003 0.011 0.003
Si -0.007 0.011 0.011
Si -0.007 -0.006 0.019
Si -0.014 -0.01 0.003
Si 0 0.004 -0.004
Si -0.004 0.006 -0.004
Si -0.001 0.002 0.01
Si -0.016 0.001 0.014
Si 0.014 0.006 -0.004
Si -0.004 0.007 0.006
Si -0.008 0.003 0.003
Si 0 0.004 0.01
Si 0.004 -0.011 -0.002
Si 0.002 -0.003 0
Si 0.009 -0.002 0.007
Si 0.005 0.003 -0.01
Si 0.007 -0.01 0.001
Si -0.004 -0.002 -0.005
Si 0.001 0.004 -0.002
Si -0.005 0.002 -0.006
Si 0.007 -0.002 -0.008
Si 0.004 -0.012 -0.006
Si 0.004 -0.006 -0.008
Si 0.005 0.001 -0.006
Si 0.003 -0.014 0.002
Si 0.013 -0.014 -0.007
Si 0.005 -0.001 0.009
Si 0 0.007 0.006
Si 0.002 0.006 -0.001
Si -0.002 0.003 -0.001
Si 0.016 -0.015 0.002
Si -0.002 -0.001 -0.002
Si 0 -0.004 0.004
Si -0.008 0 -0.016
Si 0.012 0.021 -0.006
Si -0.01 -0.006 0.001
Si -0.009 -0.009 -0.005
Si 0.004 0.005 0.003
Si 0.004 0.003 0.001
Si -0.007 0 -0.001
Si -0.008 0.006 -0.006
Si -0.013 -0.001 0.003
Si -0.008 0.005 -0.007
Si -0.002 0.005 -0.01
Si -0.007 -0.011 -0.001
Si 0.001 -0.012 -0.003
Si 0.005 0.001 0
Si 0.01 0.01 0
Si 0 0.005 -0.001
Si 0 -0.004 0.002
Si -0.003 0.004 0
Si 0.01 0.002 0
Si 0.001 -0.009 -0.006
Si 0.009 -0.008 0.001
Si 0.003 0.006 0.001
Si -0.006 0 -0.008
Si 0.001 -0.007 0.001
Si 0.012 -0.017 0.001
Si 0.001 -0.003 -0.003
Si 0.003 0.005 0
Si 0.003 -0.004 -0.003
Si 0.003 -0.004 -0.001
Si 0 0.003 0.005
Si -0.002 0.002 0.004
Si 0.002 0.013 -0.002
Si 0.004 0 -0.007
Si 0 0.002 0.003
Si -0.003 -0.005 -0.001
Si -0.001 -0.002 0.005
Si -0.014 -0.003 -0.002
Si 0.009 0.008 0.002
Si -0.002 0.006 -0.003
Si -0.009 0 0.003
Si 0 0.005 0.001
Si -0.003 0.001 0.005
Si -0.001 -0.005 0.007
Si -0.002 -0.005 0.003
Si -0.011 0.01 -0.003
Si -0.002 -0.005 0.001
Si 0 0.001 0.005
Si 0 0.004 -0.002
Si 0.001 -0.005 0.004
Si -0.001 -0.004 0
Si -0.004 -0.007 0
Si 0.007 -0.002 0.002
Si -0.004 0.001 0
Si 0.004 -0.002 -0.001
Si -0.001 -0.005 0.001
Si 0.011 0.002 0.003
Si 0 -0.006 -0.003
Si -0.001 -0.001 0.004
Si -0.002 -0.002 -0.006
Si 0.011 -0.007 -0.002
Si 0.003 0.002 -0.002
Si -0.002 0.004 -0.002
Si -0.002 0 -0.011
Si 0.001 0.003 0.003
Si 0 -0.004 0.008
Si 0.013 -0.007 -0.003
Si 0.005 -0.001 0.007
Si 0.009 0.004 -0.001
Si 0.007 0.005 0.001
Si 0 0.006 0.001
Si -0.025 0.011 -0.007
Si 0.007 -0.012 0.005
Si 0.002 -0.003 0
Si -0.01 0.014 -0.002
Si 0.001 -0.003 -0.007
Si -0.007 0.009 0.015
Si 0 -0.004 0.004
Si -0.003 -0.002 0.001
Si -0.01 0.005 0.005
Si -0.008 0.01 0
Si 0.014 -0.016 0.001
Si -0.012 0.011 0.003
Si -0.002 0.008 0.01
Si 0.002 -0.006 0
Si 0.002 -0.001 0.003
Si 0.001 0.001 -0.001
Si -0.002 -0.005 0.007
Si 0.011 -0.005 0.007
Si 0.013 0.009 -0.009
Si -0.006 0.001 -0.001
Si 0.011 0 0.009
Si 0.006 0.006 0.004
Si 0.012 -0.002 -0.001
Si -0.005 0 -0.003
Si 0.008 -0.003 0.004
Si 0.002 -0.01 -0.008
Si 0.008 -0.008 -0.002
Si -0.002 -0.009 0.002
Si 0.002 -0.002 0.002
Si 0.002 0.003 -0.002
Si -0.005 -0.015 0.002
Si 0.006 -0.006 0.01
Si -0.001 0.008 0.01
Si 0.006 0.008 0.002
Si -0.005 -0.008 0.001
Si 0.013 0.008 0.014
Si 0.131 -0.3 0.731
Si 0.232 -0.051 0.691
Si 0.003 0.208 0.664
Si -0.273 0.103 0.709
Si 0.047 -0.349 0.683
Si -0.212 0.088 0.714
Si -0.081 0.249 0.734
Si -0.054 0.005 0.512
Si -0.183 0.157 0.712
Si -0.172 0.103 0.729
Si 0.164 -0.086 0.695
Si 0.072 -0.237 0.634
Si 0.144 -0.121 0.731
Si -0.218 0.039 0.65
Si 0.136 -0.083 0.814
Si 0.018 -0.246 0.594
Si -0.227 -0.055 0.673
Si -0.041 0.123 0.759
Si -0.013 0.002 -0.076
Si -0.005 0.018 -0.037
Si 0 -0.009 -0.063
Si 0 0.014 -0.052
Si 0.033 0.003 -0.02
Si 0.002 -0.012 -0.059
Si -0.016 -0.03 -0.051
Si 0.019 -0.005 -0.038
Si -0.054 -0.004 -0.052
Si 0.002 0.014 -0.052
Si -0.015 0.017 -0.045
Si -0.025 -0.018 -0.054
Si 0.002 0.011 -0.043
Si 0.016 -0.031 -0.019
Si 0.012 0.005 -0.07
Si 0.019 0.021 -0.025
Si 0.001 -0.002 -0.066
Si 0.01 0.009 -0.052
Si 0.032 -0.007 0.018
Si -0.027 -0.027 0.011
Si 0.002 0.007 -0.008
Si 0.012 0.005 0
Si -0.024 -0.002 0.036
Si -0.008 0.001 -0.003
Si -0.01 0 0.014
Si 0.009 0.029 0.006
Si 0.033 -0.005 0.012
Si 0.003 0.007 0.001
Si 0.02 -0.002 0.033
Si -0.023 0.007 0.035
Si -0.024 -0.001 0.026
Si -0.051 0.027 0.004
Si 0.036 -0.013 0.018
Si 0 -0.012 0.034
Si 0.005 0.014 0.007
Si 0.015 0.001 0.029
Si 0.002 -0.015 0.003
Si -0.001 0.014 -0.028
Si 0.011 -0.012 0.008
Si -0.016 0.024 -0.007
Si 0.002 -0.008 -0.008
Si -0.008 0.013 0.025
Si 0.014 -0.022 0.019
Si -0.001 0.011 -0.015
Si -0.014 -0.007 -0.02
Si -0.028 -0.024 -0.002
Si -0.009 0.027 -0.008
Si -0.018 -0.001 0.002
Si -0.014 -0.007 -0.016
Si 0.021 -0.021 0.005
Si 0.026 -0.005 -0.019
Si -0.009 -0.012 -0.033
Si -0.023 0.001 0.005
Si 0.011 -0.001 -0.013
Si 0.01 0.013 -0.004
Si 0.013 -0.002 -0.007
Si 0 0.003 -0.006
Si 0.007 -0.021 -0.011
Si -0.006 -0.02 0.014
Si 0.015 0.013 0
Si 0.002 0 0.006
Si 0.004 0.016 0.009
Si 0.013 -0.019 -0.003
Si 0.003 0.004 -0.006
Si 0 -0.014 -0.005
Si -0.011 0.005 0.011
Si -0.003 0 -0.011
Si 0.021 0.013 0.001
Si -0.002 0.013 -0.004
Si 0 0.003 0.005
Si -0.016 -0.006 -0.001
Si 0.003 0.019 0.008
Si 0.018 -0.021 -0.034
Si -0.008 0.004 0.015
Si 0.002 0.013 -0.017
Si 0.008 0.02 -0.004
Si 0.011 0.027 -0.016
Si -0.006 0.011 -0.003
Si 0.007 -0.019 0.025
Si -0.021 -0.006 0.003
Si -0.005 -0.013 -0.004
Si 0.012 -0.02 0.011
Si -0.014 0.023 -0.008
Si 0.005 0.01 0.016
Si -0.003 -0.007 -0.018
Si -0.016 0.004 0.001
Si -0.002 0 0.019
Si 0.018 -0.004 0.001
Si 0.004 0.011 -0.021
Si 0.003 -0.03 0.017
Si 0.013 0.023 -0.029
Si 0.026 -0.019 -0.021
Si 0.002 -0.003 0.001
Si -0.038 0.001 -0.009
Si 0.013 0.016 -0.016
Si -0.015 0.009 -0.011
Si 0.006 -0.003 -0.028
Si 0.02 0.019 0
Si -0.041 -0.044 -0.021
Si -0.001 -0.021 -0.01
Si 0.042 0.002 -0.04
Si -0.017 0.036 -0.044
Si 0.025 -0.017 -0.001
Si 0.01 0 -0.036
Si -0.015 0.002 -0.026
Si -0.01 -0.01 0.003
Si 0.011 0.025 -0.006
Si 0.013 -0.018 -0.036
Si 0 -0.029 0.031
Si 0.003 -0.016 0.056
Si -0.031 0.017 0.034
Si -0.034 -0.017 0.07
Si 0.004 0.054 0.059
Si 0.027 -0.023 0.063
Si 0.001 -0.037 0.078
Si -0.003 0.005 0.042
Si -0.022 -0.003 0.016
Si 0.021 -0.015 0.004
Si 0.011 0.037 0.045
Si -0.003 -0.022 0.045
Si -0.01 -0.014 0.047
Si 0.02 -0.006 0.04
Si 0.011 -0.003 0.078
Si 0.009 -0.005 0.039
Si 0.018 0.009 0.033
Si -0.005 -0.001 0.037
Si 0.143 -0.084 -0.556
Si -0.097 -0.161 -0.805
Si 0.201 0.285 -0.667
Si -0.279 -0.343 -0.621
Si 0.202 -0.086 -0.692
Si -0.334 -0.015 -0.765
Si -0.328 -0.317 -0.789
Si 0.288 0.144 -0.708
Si 0.251 0.189 -0.661
Si -0.136 -0.211 -0.694
Si -0.024 0.149 -0.645
Si -0.229 -0.129 -0.647
Si 0.137 0.091 -0.668
Si -0.26 -0.015 -0.591
Si -0.312 -0.174 -0.671
Si 0.368 0.269 -0.743
Si 0.27 0.032 -0.641
Si -0.113 -0.161 -0.664
Si 0.023 0.009 -0.1
Si -0.057 -0.015 0.013
Si 0.07 -0.03 0.026
Si 0.023 -0.003 0.029
Si -0.181 -0.031 0.026
Si -0.162 0.146 0.091
Si 0.025 -0.025 -0.072
Si 0.056 -0.007 -0.138
Si 0.058 -0.129 -0.048
Si 0.092 0.033 -0.015
Si -0.076 -0.138 0.042
Si 0.058 -0.049 0.123
Si -0.046 0.081 -0.097
Si -0.118 -0.065 -0.097
Si -0.161 -0.032 0.074
Si -0.063 0.001 0.062
Si 0.007 0.045 0.111
Si 0.039 0.03 -0.004
Si 0.088 -0.063 -0.007
Si 0.011 -0.075 -0.15
Si 0.074 -0.039 -0.12
Si -0.051 0.154 -0.023
Si -0.028 -0.036 0.241
Si 0.069 0.092 0.015
Si 0.064 -0.05 0.042
Si -0.045 -0.019 0.12
Si 0.067 0.033 -0.056
Si -0.028 0.093 -0.075
Si -0.07 -0.099 -0.148
Si -0.107 -0.065 0.004
Si -0.07 0.004 0.013
Si -0.009 0.035 0.045
Si 0.038 0.163 0.12
Si 0.038 0.018 -0.056
Si 0.071 0.02 0.04
Si 0.044 -0.003 -0.031
Si 0.088 0.093 -0.062
Si -0.082 0.043 0.1
Si -0.064 0.017 0.062
Si -0.079 -0.039 -0.068
Si 0.051 0.042 -0.069
Si 0.115 0.088 -0.045
Si 0.05 -0.001 -0.078
Si 0.006 -0.002 -0.164
Si -0.096 0.04 0.199
Si 0.08 0.134 -0.06
Si 0.032 -0.01 0.082
Si -0.02 -0.109 -0.108
Si 0.09 -0.066 0.07
Si -0.038 0.143 0.099
Si 0.154 0.055 -0.085
Si -0.036 0.032 -0.123
Si -0.109 0.009 -0.052
Si -0.065 0.056 -0.068
Si -0.003 0.022 0.018
Si -0.02 0.003 0.003
Si -0.007 -0.004 -0.005
Si 0.011 -0.005 -0.004
Si -0.001 0.011 -0.001
Si 0.006 -0.003 0.01
Si -0.006 -0.012 0.009
Si 0.009 -0.004 0.002
Si 0 -0.012 -0.012
Si 0.007 -0.002 0.001
Si 0.012 -0.006 0.003
Si 0.004 -0.011 0.005
Si -0.014 0.009 0
Si -0.013 0.007 0.001
Si -0.009 0.026 0.005
Si -0.017 -0.003 0.005
Si 0.014 0.01 -0.002
Si 0.013 0.007 0.004
Si -0.017 0.002 0.005
Si 0 -0.008 0.002
Si -0.008 0.007 -0.013
Si 0.002 0.003 0.002
Si 0 0.001 0.002
Si 0.004 -0.004 0.01
Si -0.001 -0.003 -0.009
Si 0.001 0.005 0
Si 0 0.011 -0.001
Si -0.013 0.007 0
Si -0.002 0 -0.002
Si -0.004 -0.006 -0.003
Si 0.004 0.008 -0.007
Si 0.002 -0.003 -0.004
Si 0.005 -0.009 0.002
Si -0.006 0.003 -0.006
Si 0.001 -0.003 0
Si 0.018 -0.005 0.001
Si 0.012 0.001 0
Si -0.006 -0.009 -0.001
Si 0.007 0.003 -0.001
Si 0.001 0.005 0
Si -0.024 -0.01 0.002
Si 0.005 0 -0.014
Si 0.01 0.015 0
Si -0.005 -0.006 -0.005
Si -0.01 -0.006 -0.004
Si 0.003 0.003 0
Si 0.002 -0.001 -0.009
Si -0.006 -0.003 -0.002
Si -0.013 -0.009 -0.001
Si 0.003 0.009 -0.004
Si 0 -0.002 0.003
Si 0.001 0.006 0.004
Si 0.005 0.01 -0.002
Si 0.009 -0.002 -0.008
Si 0.002 0.008 0.003
Si -0.014 0.003 0.007
Si -0.006 -0.011 -0.004
Si -0.008 0.007 0.002
Si 0.01 -0.006 0.005
Si 0.002 0.008 -0.004
Si -0.003 -0.013 -0.001
Si 0.009 0 0.007
